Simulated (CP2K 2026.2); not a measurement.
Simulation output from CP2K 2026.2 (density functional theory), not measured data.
Periodic cell of 2016 atoms, Si1440O576, from a study of silicon, its oxide and their interface. The atomic structure is a simulated model.
Doubt: the forces sum to 4.98 eV/angstrom along one axis rather than to zero, so they err by at least 0.0025 eV/angstrom per atom on average; the grid cutoff is modest.

Settings: functional PBE; method Gaussian and plane waves; basis set DZVP-MOLOPT-SR-GTH; pseudopotentials GTH-PBE; grid cutoff 300 Ry, relative cutoff 40 Ry; k points Gamma only; occupations fixed; spin none; net charge 0.

Cell vectors (angstrom)
a	65.28	0	0
b	0	16.32	0
c	-2.5889	-2.9771	33.3274

Atoms and the computed forces on them: element, x, y, z (angstrom), force x, y, z (eV/angstrom)
Si	1.245	-1.228	-0.035	0.291	-0.108	0.566
Si	4.469	1.206	0.093	-0.346	0.269	0.604
Si	1.067	4.412	0.063	0.109	-0.062	0.762
Si	4.284	6.751	0.1	-0.176	0.112	0.699
Si	1.088	-6.502	-0.152	0.214	-0.098	0.766
Si	4.513	-4.287	0.086	-0.134	0.049	0.659
Si	6.771	-1.088	-0.003	0.287	-0.336	0.543
Si	9.708	1.459	-0.097	-0.003	-0.111	0.705
Si	6.53	4.546	-0.057	0.22	-0.285	0.746
Si	9.903	6.552	0.028	-0.103	0.095	0.704
Si	6.682	9.778	0.056	0.079	-0.166	0.752
Si	9.882	11.786	0.147	-0.116	0.303	0.718
Si	12.717	-1.766	0.284	-0.303	0.163	0.741
Si	15.223	1.043	0.19	-0.132	0.163	0.716
Si	12.2	4.359	0.041	0.111	-0.154	0.64
Si	15.397	6.582	0.111	-0.205	0.11	0.793
Si	12.22	9.693	0.272	0.102	-0.176	0.727
Si	14.852	-3.987	0.665	0.058	-0.042	0.718
Si	17.285	-1.315	0.297	0.289	0.01	0.661
Si	20.584	1.06	0.132	-0.214	0.114	0.766
Si	17.495	4.214	0.085	0.146	-0.125	0.722
Si	20.267	6.935	0.672	0.1	-0.115	0.69
Si	18.037	-7.147	0.41	-0.267	0.336	0.704
Si	20.763	11.983	0.25	-0.247	0.116	0.7
Si	22.8	-1.145	0.229	0.202	-0.062	0.779
Si	25.528	1.7	0.153	0.086	-0.204	0.786
Si	23.192	3.806	0.098	-0.124	0.296	0.735
Si	26.138	6.567	0.202	-0.258	0.06	0.723
Si	22.868	9.713	0.557	0.039	-0.026	0.673
Si	25.983	11.905	0.271	-0.062	0.182	0.713
Si	28.781	-1.688	0.34	-0.11	0.045	0.768
Si	31.483	1.063	0.072	-0.278	0.204	0.738
Si	28.299	4.295	0.026	0.18	-0.187	0.687
Si	31.329	6.68	0.18	-0.197	0.212	0.751
Si	28.264	9.76	0.164	0.13	-0.161	0.735
Si	30.907	12.417	0.38	0.203	0.024	0.721
Si	33.811	-1.1	0.064	0.195	-0.309	0.701
Si	37.067	1.092	-0.118	-0.189	0.138	0.692
Si	33.455	4.339	0.029	0.375	-0.201	0.685
Si	36.337	7.143	-0.024	0.222	-0.272	0.787
Si	34.063	9.348	0.08	-0.117	0.244	0.703
Si	37.255	11.739	-0.064	-0.092	0.018	0.691
Si	39.213	-1.261	-0.039	0.206	-0.093	0.717
Si	-23.476	1.566	-0.015	0.255	-0.127	0.706
Si	39.779	4.018	0.007	-0.288	0.055	0.659
Si	-23.7	7.215	0.163	0.181	-0.01	0.661
Si	39.416	9.484	0.371	-0.017	0.018	0.361
Si	-22.823	11.912	0.22	-0.061	0.045	0.802
Si	-20.394	-1.474	0.224	-0.149	0.217	0.704
Si	-17.961	1.78	0	0.173	-0.342	0.72
Si	-20.274	3.94	-0.067	-0.256	0.227	0.714
Si	-17.587	6.599	0.127	-0.135	0.183	0.78
Si	-20.687	9.663	-0.069	0.209	-0.153	0.691
Si	-18.132	12.636	-0.133	0.354	-0.459	0.708
Si	-15.138	-1.33	0.022	0.025	0.035	0.69
Si	-11.978	1.112	-0.13	-0.179	0.042	0.654
Si	-15.273	4.461	0.013	0.136	-0.227	0.667
Si	-11.921	6.337	-0.008	-0.167	0.336	0.673
Si	-15.13	9.574	-0.267	0.019	0.139	0.677
Si	-12.031	12.072	-0.114	-0.374	0.258	0.623
Si	-9.778	-1.156	-0.147	0.127	-0.101	0.633
Si	-6.643	1.197	-0.008	-0.237	0.2	0.687
Si	-9.753	4.064	0.048	0.296	-0.111	0.645
Si	-6.551	6.458	-0.125	-0.201	0.27	0.701
Si	-9.723	-6.491	-0.003	0.301	-0.286	0.683
Si	-6.409	-4.263	-0.062	-0.189	0.005	0.728
Si	-4.292	-0.931	0.088	0.15	-0.299	0.713
Si	-1.035	0.952	0.116	-0.063	0.25	0.714
Si	-4.38	4.121	-0.236	0.423	-0.206	0.645
Si	-1.148	6.636	-0.115	-0.22	0.125	0.684
Si	-4.257	-6.53	-0.224	0.145	-0.183	0.705
Si	-0.992	-4.1	-0.343	-0.32	0.131	0.658
Si	2.813	-0.001	1.247	-0.007	-0.017	-0.036
Si	5.522	2.877	1.303	-0.001	0.043	-0.019
Si	2.703	5.529	1.33	0.001	-0.002	-0.077
Si	5.52	8.228	1.399	0.005	0.008	-0.063
Si	2.776	-5.447	1.199	-0.02	0.011	-0.037
Si	5.66	-2.71	1.358	0.006	0.025	-0.024
Si	8.323	0.102	1.287	0.028	-0.012	-0.036
Si	11.056	2.731	1.337	-0.02	0.034	-0.043
Si	8.23	5.478	1.3	0.021	-0.006	-0.039
Si	10.993	8.094	1.441	-0.02	-0.006	-0.055
Si	8.243	10.813	1.469	-0.034	0.001	-0.059
Si	10.949	-2.818	1.409	-0.006	-0.025	-0.076
Si	13.67	-0.051	1.552	-0.006	-0.019	-0.041
Si	16.352	2.673	1.452	0.003	0.004	-0.046
Si	13.726	5.492	1.398	0.003	0.002	-0.047
Si	16.373	-8.22	1.606	-0.03	-0.023	-0.088
Si	13.572	-5.501	1.787	-0.038	-0.032	-0.036
Si	16.325	-2.711	1.863	0.01	0.009	-0.041
Si	19	-0.114	1.425	-0.012	-0.001	-0.051
Si	21.7	2.646	1.482	0.001	-0.034	-0.042
Si	18.974	5.295	1.619	-0.044	-0.006	-0.048
Si	21.75	8.192	1.883	0.021	0.018	-0.01
Si	19.093	10.918	1.548	0.022	-0.001	-0.074
Si	21.762	-2.721	1.607	0.012	0.015	-0.059
Si	24.449	0.023	1.423	-0.009	0.01	-0.073
Si	27.162	2.769	1.434	-0.001	0.015	-0.076
Si	24.412	5.434	1.375	0.003	-0.001	-0.013
Si	27.22	8.146	1.535	-0.016	0.022	-0.029
Si	24.479	10.879	1.724	0.007	-0.01	-0.035
Si	27.14	-2.808	1.556	0.002	-0.027	-0.06
Si	29.921	-0.016	1.469	0.011	0.009	-0.071
Si	32.528	2.698	1.401	0.013	-0.025	-0.051
Si	29.835	5.411	1.437	-0.024	0.003	-0.055
Si	32.536	8.22	1.45	0.007	-0.004	-0.041
Si	29.744	10.877	1.632	-0.033	-0.019	-0.055
Si	32.662	-2.712	1.384	0.012	0.009	-0.061
Si	35.434	0.035	1.287	0.048	-0.003	-0.042
Si	38.1	2.775	1.179	0.004	-0.002	-0.067
Si	35.254	5.416	1.191	-0.034	0.031	-0.071
Si	37.932	8.094	1.464	-0.022	-0.008	-0.056
Si	35.421	10.868	1.248	0.011	0.033	-0.072
Si	38.122	-2.84	1.308	-0.028	0.024	-0.053
Si	-24.557	-0.034	1.313	-0.002	0.004	-0.041
Si	-21.846	2.752	1.236	-0.003	0.008	-0.061
Si	-24.564	5.52	1.537	-0.005	-0.032	-0.052
Si	-21.876	8.177	1.301	0.009	-0.023	-0.066
Si	-24.43	10.862	1.556	0.007	0.003	-0.038
Si	-21.806	-2.763	1.531	0.005	0.003	-0.045
Si	-19.06	0.106	1.294	0.016	0.015	-0.024
Si	-16.357	2.828	1.324	0.002	0.005	-0.038
Si	-19.151	5.43	1.382	0.022	-0.009	-0.068
Si	-16.4	8.264	1.254	0.03	-0.01	-0.046
Si	-19.087	10.879	1.178	0.008	0.028	-0.056
Si	-16.41	-2.802	1.27	-0.029	0.013	-0.047
Si	-13.687	0.096	1.199	0.042	-0.027	-0.034
Si	-10.949	2.606	1.38	-0.009	-0.01	-0.03
Si	-13.608	5.434	1.337	0.006	-0.008	-0.015
Si	-10.855	8.112	1.183	-0.036	0.006	-0.046
Si	-13.651	10.841	1.107	-0.038	0	-0.052
Si	-10.947	-2.656	1.221	-0.003	-0.021	-0.005
Si	-8.22	-0.018	1.216	-0.026	-0.008	-0.029
Si	-5.445	2.709	1.311	0.028	-0.005	-0.062
Si	-8.131	5.339	1.229	-0.018	-0.003	-0.052
Si	-5.428	8.168	1.09	-0.004	0.011	-0.052
Si	-8.062	-5.395	1.212	0.05	0.025	-0.046
Si	-5.325	-2.691	1.27	0.002	0.004	-0.041
Si	-2.667	-0.002	1.508	-0.004	-0.002	-0.052
Si	-0.002	2.721	1.286	-0.009	0.009	-0.043
Si	-2.727	5.336	1.068	-0.033	-0.007	-0.033
Si	-0.029	8.243	1.219	0.014	-0.005	-0.042
Si	-2.651	-5.306	1.017	0.029	0.009	-0.043
Si	0.048	-2.725	1.282	-0.026	-0.013	-0.051
Si	1.428	1.369	2.616	0.014	-0.014	0.01
Si	4.071	4.133	2.671	-0.009	-0.014	0.029
Si	1.349	6.916	2.642	0.015	0.024	0.02
Si	4.081	9.557	2.683	-0.018	-0.011	0.023
Si	1.435	-4.084	2.609	0.027	0.015	0.022
Si	4.164	-1.368	2.638	-0.02	-0.032	0.012
Si	6.891	1.447	2.645	0.021	-0.01	0.018
Si	9.568	4.057	2.667	0.01	-0.02	0.002
Si	6.897	6.842	2.716	0.022	0.016	0.003
Si	9.575	9.427	2.805	0.008	-0.009	0.015
Si	6.947	12.275	2.78	-0.017	-0.006	0.016
Si	9.607	-1.333	2.68	-0.013	0.007	0.021
Si	12.3	1.373	2.799	-0.009	0.006	-0.008
Si	14.98	4.051	2.797	-0.009	0.011	0.005
Si	12.361	6.795	2.818	0.016	-0.005	0.02
Si	15.012	-6.872	2.968	0.02	-0.015	0.023
Si	12.189	-4.079	2.985	-0.019	0.03	0.028
Si	14.937	-1.319	3.069	-0.03	0.003	0.045
Si	17.725	1.33	2.824	0.008	-0.02	0
Si	20.397	3.985	2.902	0.001	0.002	-0.006
Si	17.681	6.727	2.982	0.006	0.015	0.039
Si	20.352	9.6	3.069	-0.033	0.039	0.046
Si	17.761	12.207	2.993	0.025	-0.031	0.021
Si	20.331	-1.402	2.898	-0.004	0.018	0.011
Si	23.103	1.341	2.854	0.012	0.006	0.041
Si	25.793	4.116	2.811	-0.009	0.002	0.018
Si	23.186	6.734	2.938	0.029	-0.016	0.001
Si	25.836	9.44	2.952	0.01	-0.01	0.026
Si	23.146	12.309	2.995	-0.025	-0.008	0.02
Si	25.797	-1.345	2.803	-0.016	-0.007	0.009
Si	28.524	1.366	2.761	-0.003	-0.005	-0.002
Si	31.186	4.034	2.786	0.016	0.022	0.02
Si	28.578	6.797	2.864	0.01	-0.002	0.031
Si	31.218	9.536	2.846	0.003	-0.012	0.005
Si	28.449	12.219	3.002	0.002	0.012	0.052
Si	31.316	-1.367	2.81	-0.028	-0.019	0.025
Si	34.034	1.379	2.678	-0.024	-0.035	-0.009
Si	36.667	4.076	2.567	0	0.009	-0.027
Si	33.95	6.777	2.694	0.016	-0.008	0.024
Si	36.635	9.527	2.77	0.004	-0.014	0.036
Si	34.057	12.227	2.659	-0.003	-0.025	0.021
Si	36.714	-1.437	2.64	0.015	0.026	0.006
Si	-25.883	1.39	2.648	0.001	0.001	0.026
Si	-23.109	4.116	2.714	0.031	-0.02	0.016
Si	-26	6.757	2.846	-0.018	0.033	0.011
Si	-23.109	9.463	2.838	-0.001	-0.009	0.046
Si	-25.807	12.275	2.795	0.003	0.01	0.004
Si	-23.202	-1.347	2.738	-0.011	0.012	-0.004
Si	-20.461	1.417	2.652	-0.025	0.005	0.021
Si	-17.739	4.11	2.728	0.003	0.014	0.047
Si	-20.505	6.816	2.668	-0.012	0.023	0.002
Si	-17.75	9.569	2.625	-0.035	-0.004	0.002
Si	-20.365	12.182	2.736	0.012	-0.031	0.046
Si	-17.699	-1.329	2.622	-0.008	-0.027	0.024
Si	-14.981	1.431	2.63	-0.018	-0.022	0.003
Si	-12.31	4.014	2.691	0.011	0.011	0.01
Si	-14.967	6.891	2.608	-0.017	0.023	0.02
Si	-12.282	9.472	2.517	-0.009	0.006	0.018
Si	-14.999	12.161	2.567	0.032	0	-0.009
Si	-12.336	-1.324	2.576	-0.005	0.015	0.027
Si	-9.517	1.305	2.678	0.03	0.022	0.017
Si	-6.802	4.052	2.663	-0.029	-0.028	0.034
Si	-9.481	6.774	2.567	0.012	-0.007	0.012
Si	-6.769	-6.837	2.55	-0.014	-0.017	0.013
Si	-9.5	12.293	2.542	-0.011	0.009	0.007
Si	-6.817	-1.376	2.571	-0.008	0.006	0.022
Si	-4.053	1.423	2.723	-0.011	0.033	0.005
Si	-1.415	4.066	2.596	0.002	0.006	0.02
Si	-4.056	6.778	2.462	0.014	-0.004	0.007
Si	-1.403	-6.709	2.523	-0.032	-0.013	0.014
Si	-3.953	-4.055	2.575	0.011	0.002	0.017
Si	-1.324	-1.446	2.73	0.003	-0.029	0.009
Si	0.052	0.003	3.988	-0.023	0.025	-0.013
Si	2.743	2.734	4.018	-0.009	0.014	0.001
Si	-0.021	5.472	3.932	0.001	-0.014	-0.009
Si	2.729	8.202	4.051	0.005	-0.006	-0.009
Si	0.014	-5.43	3.945	0.008	-0.001	-0.019
Si	2.772	-2.71	4	0.008	0.013	-0.005
Si	5.495	0.051	3.985	0.002	0.006	0
Si	8.211	2.749	4.08	0	-0.001	0.01
Si	5.468	5.476	4.024	0.003	-0.003	0.003
Si	8.193	8.139	4.164	-0.006	-0.008	0.035
Si	5.469	10.919	4.045	0.004	-0.014	-0.01
Si	8.252	-2.657	4.117	0.019	0.012	-0.004
Si	10.909	0.011	4.12	0.006	-0.025	0.005
Si	13.624	2.728	4.183	0.014	0	0.013
Si	10.914	5.422	4.085	-0.012	-0.012	-0.018
Si	13.627	-8.202	4.28	-0.028	0.001	0.008
Si	10.838	-5.485	4.236	-0.002	0.004	-0.003
Si	13.558	-2.716	4.324	-0.013	0.003	-0.002
Si	16.356	0.058	4.284	0.023	-0.004	-0.006
Si	19.043	2.656	4.256	-0.02	-0.023	-0.002
Si	16.284	5.383	4.262	-0.007	0.005	-0.021
Si	19.013	8.144	4.323	0.004	0.002	-0.008
Si	16.354	10.847	4.291	-0.001	-0.001	-0.01
Si	19.056	-2.725	4.338	0.008	0.004	0.008
Si	21.729	-0.013	4.212	0.015	-0.018	-0.014
Si	24.467	2.724	4.19	0.002	0	-0.024
Si	21.763	5.384	4.232	0.002	0.009	-0.008
Si	24.497	8.1	4.307	0.001	0.008	0.017
Si	21.772	10.942	4.34	-0.007	-0.015	-0.009
Si	24.497	-2.647	4.282	0.02	-0.006	0.009
Si	27.186	0.006	4.141	-0.003	0	0.002
Si	29.868	2.691	4.161	-0.011	0.016	0.017
Si	27.172	5.45	4.189	-0.029	0.001	-0.021
Si	29.93	8.144	4.218	-0.015	-0.006	0.006
Si	27.146	10.829	4.32	-0.002	0.003	-0.002
Si	29.927	-2.707	4.189	0	0.006	-0.025
Si	32.685	0.02	4.097	0.004	0.008	-0.009
Si	35.371	2.735	4.027	0.001	0.01	0.043
Si	32.609	5.413	4.08	0.007	0.009	-0.002
Si	35.297	8.13	4.099	-0.005	-0.011	-0.004
Si	32.668	10.903	4.083	0.025	0.016	-0.004
Si	35.364	-2.735	4.063	0.001	0.014	0.003
Si	-27.22	-0.019	4.003	-0.013	0.004	-0.026
Si	-24.493	2.717	4.028	-0.004	-0.004	-0.016
Si	-27.325	5.359	4.104	-0.022	-0.009	0.025
Si	-24.539	8.116	4.126	0.025	-0.011	-0.021
Si	-27.212	10.877	4.084	-0.014	-0.01	-0.011
Si	-24.495	-2.687	4.151	-0.001	-0.001	0.022
Si	-21.783	0.02	4.03	0.022	0.006	-0.003
Si	-19.081	2.721	4.056	0.019	-0.011	-0.005
Si	-21.771	5.445	4.093	0.004	-0.029	-0.003
Si	-19.094	8.18	3.991	-0.009	0.009	0.001
Si	-21.734	10.855	4.124	0.003	0.013	0.004
Si	-19.02	-2.71	4.029	0.021	-0.011	-0.006
Si	-16.319	0.008	3.976	-0.001	0.012	0.008
Si	-13.649	2.71	4.068	0.001	-0.004	0.042
Si	-16.328	5.5	3.994	-0.006	-0.001	-0.016
Si	-13.599	8.183	3.988	0.009	0.019	0.027
Si	-16.341	10.863	3.996	0.013	0.009	-0.001
Si	-13.649	-2.746	3.925	0.003	-0.001	-0.005
Si	-10.924	-0.041	3.989	-0.028	0.005	-0.018
Si	-8.161	2.689	4.017	0.002	-0.01	0.001
Si	-10.875	5.423	3.943	-0.004	-0.003	-0.021
Si	-8.141	8.147	3.94	0.005	0	-0.011
Si	-10.887	10.872	3.858	-0.002	-0.009	0.009
Si	-8.16	-2.718	3.965	-0.005	-0.009	-0.005
Si	-5.459	-0.007	3.966	0.012	-0.02	-0.012
Si	-2.711	2.772	4.06	-0.019	0.023	0.032
Si	-5.414	5.469	3.93	0.012	0.01	-0.012
Si	-2.733	8.175	3.876	-0.006	0.006	-0.015
Si	-5.39	-5.445	3.887	-0.003	0.003	0
Si	-2.687	-2.769	4.067	0.017	-0.014	0.027
Si	1.355	-1.294	16.308	0.013	-0.004	-0.009
Si	4.048	1.389	16.41	-0.026	0.027	0.01
Si	1.289	4.07	16.259	-0.005	0.006	-0.007
Si	4.03	6.828	16.267	-0.001	-0.005	-0.008
Si	1.302	-6.786	16.256	-0.002	0.007	-0.015
Si	4.057	-4.013	16.362	0.015	-0.003	0.001
Si	6.731	-1.324	16.461	0.022	-0.011	0.011
Si	9.439	1.432	16.395	0.019	-0.011	-0.002
Si	6.766	4.124	16.356	-0.018	-0.004	-0.007
Si	9.452	6.859	16.421	0.01	-0.021	0.01
Si	6.741	9.592	16.34	0.008	0.02	0.001
Si	9.421	-4.003	16.416	0.023	0	-0.003
Si	12.119	-1.35	16.34	-0.003	0.002	-0.022
Si	14.927	1.413	16.386	0.024	0.012	0
Si	12.156	4.132	16.421	0	-0.026	-0.009
Si	14.936	-9.427	16.412	0.01	0.025	-0.001
Si	12.213	-6.75	16.394	0	0.01	-0.012
Si	14.932	-4.03	16.37	-0.016	0.012	-0.007
Si	17.659	-1.302	16.403	0	-0.01	-0.005
Si	20.39	1.405	16.375	-0.006	-0.002	-0.003
Si	17.665	4.138	16.388	0.014	0.004	-0.006
Si	20.403	6.82	16.445	0.009	0.007	-0.008
Si	17.676	9.543	16.445	-0.015	0.01	-0.002
Si	20.427	-4.05	16.43	0.014	-0.018	-0.002
Si	23.17	-1.373	16.37	0.01	-0.01	-0.008
Si	25.873	1.382	16.283	-0.027	0.007	-0.016
Si	23.12	4.121	16.357	-0.014	-0.012	-0.016
Si	25.887	6.822	16.322	0.019	-0.006	-0.019
Si	23.124	9.554	16.367	-0.005	-0.015	-0.011
Si	25.924	-4.071	16.409	0.005	-0.006	-0.001
Si	28.663	-1.367	16.319	-0.002	0.006	-0.004
Si	31.342	1.319	16.298	-0.008	0.004	-0.022
Si	28.612	4.108	16.281	0	0.007	-0.015
Si	31.363	6.843	16.32	-0.006	0.006	-0.01
Si	28.607	9.569	16.385	0.016	-0.011	-0.003
Si	31.277	-4.124	16.31	-0.011	0.012	0.002
Si	34.04	-1.384	16.277	-0.01	0.007	-0.007
Si	36.772	1.37	16.257	0.021	0.007	-0.001
Si	34.055	4.09	16.285	-0.005	-0.007	-0.003
Si	36.753	6.78	16.34	0.006	0.005	0.004
Si	34.039	9.424	16.32	-0.005	-0.011	0
Si	36.779	-4.152	16.324	0.007	-0.002	-0.002
Si	-25.759	-1.435	16.242	0.008	0.011	-0.017
Si	-23.083	1.297	16.255	-0.029	0.023	-0.016
Si	-25.829	4.084	16.308	-0.006	-0.002	-0.029
Si	-23.094	6.752	16.298	0.005	-0.013	0.002
Si	-25.818	9.514	16.337	0.013	0.009	-0.003
Si	-23.085	-4.12	16.348	-0.012	0.001	-0.008
Si	-20.374	-1.43	16.321	-0.015	0.002	0.001
Si	-17.667	1.221	16.295	-0.008	-0.003	-0.007
Si	-20.362	4.005	16.234	0	-0.001	-0.018
Si	-17.641	6.748	16.249	-0.001	-0.006	-0.02
Si	-20.357	9.467	16.324	-0.001	-0.002	-0.002
Si	-17.647	-4.158	16.32	-0.008	-0.003	0
Si	-14.97	-1.446	16.33	-0.015	0.015	0.002
Si	-12.208	1.283	16.35	0.001	0.004	0.006
Si	-14.906	3.97	16.289	-0.012	0.001	-0.004
Si	-12.225	6.739	16.279	-0.003	0	-0.003
Si	-14.938	9.477	16.302	0.001	0.002	-0.015
Si	-12.243	-4.141	16.314	-0.019	-0.015	0.006
Si	-9.521	-1.381	16.33	0.001	-0.001	0.019
Si	-6.795	1.371	16.276	0.02	-0.003	0.006
Si	-9.54	4.029	16.289	-0.003	0.006	0.002
Si	-6.825	6.736	16.284	0.01	-0.013	0
Si	-9.515	9.494	16.28	-0.022	-0.001	0.001
Si	-6.843	-4.047	16.279	-0.001	-0.011	0.003
Si	-4.132	-1.344	16.236	0.009	-0.015	-0.01
Si	-1.399	1.407	16.302	0.001	0.01	0.008
Si	-4.131	4.073	16.315	0.004	-0.012	-0.014
Si	-1.461	6.788	16.259	-0.009	0	0.007
Si	-4.136	9.51	16.199	-0.01	-0.004	-0.007
Si	-1.407	-4.062	16.203	0.007	0.014	-0.018
Si	2.716	-0.008	17.788	0.029	-0.025	0
Si	5.424	2.796	17.746	0.016	0.011	0.002
Si	2.649	5.446	17.562	0.017	0.005	0.015
Si	5.41	8.164	17.628	-0.003	-0.03	-0.008
Si	2.683	-5.439	17.612	-0.01	-0.005	0.006
Si	5.381	-2.699	17.865	-0.019	-0.008	0.035
Si	8.092	0.097	17.786	0.001	0.009	0.011
Si	10.765	2.793	17.798	0.019	0.024	0.025
Si	8.08	5.478	17.772	0.007	0.028	-0.006
Si	10.853	8.222	17.756	0.017	0.002	0.016
Si	8.013	10.99	17.763	-0.035	0.003	-0.007
Si	10.788	-2.656	17.792	-0.007	-0.002	0.029
Si	13.477	0.034	17.617	-0.008	-0.015	-0.03
Si	16.335	2.764	17.733	-0.011	-0.057	0.004
Si	13.522	5.552	17.71	-0.013	0.006	-0.003
Si	16.314	-8.116	17.837	0.003	-0.019	0.002
Si	13.584	-5.373	17.732	0.009	0.009	-0.016
Si	16.281	-2.666	17.727	0.006	-0.014	0.007
Si	19.033	0.065	17.748	-0.011	0.016	-0.009
Si	21.717	2.804	17.71	0.011	0.031	0.012
Si	18.992	5.483	17.8	-0.017	-0.007	-0.004
Si	21.81	8.185	17.757	-0.002	0.004	-0.002
Si	19.065	10.903	17.78	-0.001	-0.012	0.022
Si	21.811	-2.687	17.78	0.013	0.031	-0.011
Si	24.569	0.002	17.65	0.005	0.01	0.005
Si	27.242	2.744	17.596	0.01	0.006	-0.017
Si	24.538	5.459	17.663	-0.006	0.025	-0.02
Si	27.229	8.186	17.682	-0.032	-0.014	-0.012
Si	24.494	10.899	17.713	0.016	-0.006	0
Si	27.372	-2.719	17.72	0.018	-0.028	-0.004
Si	30.001	-0.016	17.699	0.017	0.019	0.04
Si	32.727	2.682	17.593	-0.005	0.012	0.004
Si	29.974	5.491	17.601	-0.004	0.008	0.01
Si	32.682	8.151	17.788	0.006	-0.008	-0.018
Si	29.942	10.924	17.8	-0.037	0.002	-0.001
Si	32.658	-2.766	17.587	-0.01	0.003	0.005
Si	35.442	-0.024	17.578	-0.008	0.005	-0.008
Si	38.021	2.795	17.655	-0.016	0.011	0.015
Si	35.355	5.45	17.698	0.012	0.003	0.01
Si	38.106	8.15	17.699	-0.014	0.021	0.006
Si	35.436	10.731	17.644	0.014	-0.013	-0.008
Si	38.189	-2.779	17.621	0.019	0.003	-0.02
Si	-24.416	-0.09	17.602	0.007	-0.022	0.014
Si	-21.716	2.649	17.59	0.017	-0.016	0.014
Si	-24.453	5.41	17.683	-0.034	0.008	0.005
Si	-21.713	8.075	17.655	0.007	-0.001	0.023
Si	-24.473	10.872	17.719	-0.006	-0.017	-0.003
Si	-21.726	-2.762	17.723	-0.015	0.004	0.001
Si	-19.039	-0.1	17.722	0.023	0.009	0.024
Si	-16.23	2.516	17.607	0.018	-0.021	-0.022
Si	-18.98	5.345	17.563	0.006	0.033	0.007
Si	-16.327	8.121	17.634	-0.007	0.012	-0.014
Si	-18.989	10.809	17.712	0.009	-0.009	-0.009
Si	-16.32	-2.815	17.722	0.008	-0.009	0.02
Si	-13.607	-0.094	17.692	-0.008	-0.033	-0.029
Si	-10.814	2.637	17.713	-0.016	-0.032	0.017
Si	-13.548	5.339	17.643	0.01	-0.013	0.016
Si	-10.85	8.095	17.629	0.009	0.002	-0.012
Si	-13.595	10.818	17.705	-0.003	0.022	0.018
Si	-10.896	-2.772	17.678	0.002	0.004	0.004
Si	-8.095	-0.015	17.649	-0.007	0.045	-0.023
Si	-5.504	2.745	17.709	0.002	-0.007	0.01
Si	-8.21	5.387	17.669	0.009	-0.013	0.008
Si	-5.416	8.1	17.58	0.018	0.001	0.021
Si	-8.209	-5.402	17.638	0.026	0.023	0.021
Si	-5.463	-2.689	17.642	0.008	0.024	-0.013
Si	-2.822	0.048	17.589	-0.002	-0.004	0.001
Si	-0.04	2.761	17.7	-0.002	0.013	0.007
Si	-2.785	5.429	17.693	-0.014	-0.003	0.01
Si	-0.118	-8.135	17.566	-0.002	-0.017	0.017
Si	-2.814	-5.4	17.522	0.009	0.013	0.001
Si	-0.059	-2.684	17.543	-0.025	-0.009	0.005
Si	1.326	1.394	19.059	-0.005	0.013	-0.019
Si	4.037	4.224	18.999	-0.018	0.037	-0.02
Si	1.22	6.759	18.85	0.002	-0.01	-0.033
Si	4.034	-6.845	18.953	0.005	0.029	0.005
Si	1.311	-4.031	18.874	-0.005	0.009	-0.034
Si	4.08	-1.316	19.288	0.003	0.019	-0.01
Si	6.791	1.497	19.186	0.027	-0.001	0.002
Si	9.443	4.201	19.211	-0.006	0.012	-0.026
Si	6.709	6.866	19.098	-0.018	-0.004	-0.007
Si	9.473	9.673	18.995	0.02	0.015	-0.027
Si	6.657	-4.106	19.32	0.017	-0.04	0.029
Si	9.406	-1.281	19.167	-0.012	0.007	-0.013
Si	12.131	1.318	19.025	-0.01	-0.046	-0.047
Si	14.925	4.175	18.959	0.012	0.054	-0.033
Si	12.21	6.876	19.165	0.013	-0.031	-0.008
Si	14.958	-6.677	19.127	0.015	0.012	0.003
Si	12.22	-4.027	19.085	0.014	0.001	-0.023
Si	14.825	-1.278	18.965	-0.015	-0.009	-0.03
Si	17.695	1.421	19.146	0.01	0.043	-0.012
Si	20.32	4.105	19.158	-0.014	-0.041	-0.01
Si	17.662	-9.497	19.24	0.006	0.009	-0.008
Si	20.455	9.527	19.136	-0.016	-0.003	-0.044
Si	17.684	-4.005	19.076	0.006	0.018	-0.037
Si	20.425	-1.279	19.081	0.009	-0.008	0.003
Si	23.144	1.387	18.891	0.008	-0.014	-0.046
Si	25.935	4.107	18.968	-0.001	-0.006	-0.022
Si	23.221	6.797	19.052	0.005	-0.008	-0.021
Si	25.797	9.475	19.037	0.01	-0.039	-0.016
Si	23.244	-4.011	19.123	0.026	-0.029	0.009
Si	26.084	-1.256	18.979	-0.026	0.051	-0.014
Si	28.576	1.405	18.954	-0.011	-0.007	-0.038
Si	31.316	4.051	18.852	-0.019	0.014	-0.048
Si	28.663	6.875	18.988	0.019	-0.012	-0.052
Si	31.326	9.567	19.133	0.003	-0.022	-0.01
Si	28.628	-4.029	19.261	-0.038	0.041	0.009
Si	31.381	-1.428	19.025	-0.01	-0.027	-0.03
Si	34.14	1.358	18.934	0.013	0.013	-0.006
Si	36.634	4.129	19.136	0.017	-0.024	-0.005
Si	34.011	6.733	19.158	0.005	-0.003	-0.001
Si	36.727	9.411	19.148	-0.014	-0.02	0.004
Si	33.999	-4.216	18.832	-0.03	-0.016	-0.035
Si	36.803	-1.411	18.889	0.026	0	-0.011
Si	39.445	1.34	18.778	-0.019	0.002	-0.033
Si	-23.024	4.024	18.947	0.008	0.026	-0.032
Si	39.452	6.787	19.044	0.019	-0.022	-0.006
Si	-23.09	9.456	18.987	-0.003	-0.017	-0.03
Si	39.449	-4.078	19.129	-0.002	0.016	0.004
Si	-23.1	-1.402	19.095	-0.003	0.003	0.002
Si	-20.481	1.259	19.028	-0.008	-0.005	-0.041
Si	-17.651	3.867	18.816	-0.024	-0.013	-0.033
Si	-20.308	6.677	18.963	-0.014	0.005	-0.058
Si	-17.674	9.408	19.104	0.005	-0.008	0.002
Si	-20.318	-4.113	19.067	0.011	0.018	0.019
Si	-17.67	-1.46	19.116	-0.02	-0.006	-0.03
Si	-14.922	1.223	19.123	-0.039	0.021	-0.01
Si	-12.19	3.989	19.059	0.01	0.021	-0.023
Si	-14.981	6.705	18.908	0.006	-0.007	-0.013
Si	-12.165	9.451	18.998	-0.004	0.015	-0.021
Si	-15.007	-4.211	19.116	-0.018	0.012	-0.032
Si	-12.311	-1.491	19.058	-0.053	-0.008	0.024
Si	-9.38	1.295	19.085	0.006	0.028	-0.005
Si	-6.903	4.071	19.115	-0.004	-0.029	0.003
Si	-9.541	6.747	19.051	-0.031	0	0.01
Si	-6.782	9.5	18.829	0	0.018	-0.014
Si	-9.538	-4.051	19.102	0.009	-0.001	-0.018
Si	-6.727	-1.297	19.067	0.018	-0.018	-0.005
Si	-4.127	1.383	19.046	0.006	-0.005	-0.027
Si	-1.407	4.113	19.094	0.002	0.001	-0.004
Si	-4.137	6.78	19.087	-0.023	0.002	-0.008
Si	-1.521	-6.762	18.872	0.003	-0.011	-0.032
Si	-4.117	-4.078	18.96	0.009	-0.007	-0.011
Si	-1.464	-1.343	18.862	0.002	-0.026	-0.037
Si	-0.14	-0.014	20.244	-0.014	0.003	0.038
Si	2.757	2.788	20.326	0.005	-0.002	0.056
Si	-0.035	5.532	20.404	-0.025	0.026	0.052
Si	2.538	8.145	20.139	0.024	-0.004	0.073
Si	-0.156	-5.356	20.111	-0.024	0.016	0.047
Si	2.617	-2.838	20.432	0.021	0.008	0.022
Si	5.508	0.167	20.644	-0.029	-0.025	0.046
Si	8.059	2.912	20.644	-0.016	-0.019	0.037
Si	5.183	5.696	20.497	-0.05	-0.005	-0.004
Si	8.19	8.261	20.297	0.014	-0.032	0.022
Si	5.237	-5.679	20.595	0.06	0.004	0.038
Si	8.045	-2.601	20.606	0.007	0.01	0.057
Si	10.807	0.052	20.54	0	0.002	0.054
Si	13.523	2.785	20.156	-0.011	0.001	0.046
Si	10.825	5.561	20.6	0.029	0.003	0.025
Si	13.59	8.303	20.463	-0.018	0.006	0.057
Si	10.797	10.988	20.416	-0.006	0.017	0.043
Si	13.573	-2.63	20.41	-0.011	-0.004	0.041
Si	16.132	0.095	20.296	-0.015	0.037	-0.004
Si	19.011	2.748	20.658	-0.011	0.007	0.061
Si	16.216	5.391	20.493	0.026	0.032	0.043
Si	19.122	-8.167	20.591	0.011	0.008	0.042
Si	16.373	-5.363	20.495	-0.015	-0.04	0.036
Si	19.038	-2.6	20.423	0.006	-0.009	0.04
Si	21.781	0.157	20.345	-0.007	0.016	0.052
Si	24.588	2.659	20.187	0.001	-0.012	0.044
Si	21.813	5.467	20.354	-0.017	0.02	0.035
Si	24.579	8.058	20.513	0.034	0.005	0.029
Si	21.877	10.914	20.45	-0.012	0.001	0.068
Si	24.712	-2.535	20.305	0.001	-0.035	0.01
Si	27.395	0.069	20.46	-0.03	-0.048	0.06
Si	29.972	2.743	20.217	-0.002	0.009	0.042
Si	27.369	5.42	20.276	-0.009	-0.017	0.06
Si	29.94	8.238	20.471	-0.015	-0.027	0.031
Si	27.024	10.895	20.402	0.014	0.053	0.03
Si	30.123	-2.661	20.632	-0.005	-0.021	0.082
Si	32.892	-0.091	20.226	0.015	-0.002	0.033
Si	35.26	2.701	20.516	0.002	0.032	0.031
Si	32.58	5.273	20.353	0.033	-0.005	0.057
Si	35.333	8.068	20.599	0.017	0.043	0.071
Si	32.728	10.944	20.431	0.005	0.015	0.064
Si	35.461	-2.935	20.034	0.046	-0.033	0.016
Si	38.074	0.073	20.168	0.031	-0.009	-0.01
Si	40.846	2.609	20.119	0.004	-0.035	0.046
Si	38.022	5.556	20.45	-0.041	0.037	0.046
Si	40.844	8.1	20.393	0.005	0.02	0.035
Si	38.058	10.845	20.483	-0.039	-0.013	0.004
Si	40.811	-2.689	20.528	-0.005	0.009	0.038
Si	-21.809	-0.035	20.537	0.003	0.015	0.049
Si	-19.009	2.592	20.233	0.02	0.003	0.048
Si	-21.623	5.299	20.331	0.02	-0.022	0.052
Si	-18.999	7.978	20.438	-0.012	-0.03	0.046
Si	-21.672	10.793	20.313	-0.02	-0.028	0.079
Si	-19.034	-2.789	20.558	0.01	0.001	0.054
Si	-16.27	-0.158	20.517	0.019	-0.015	0.069
Si	-13.562	2.626	20.455	0.017	-0.028	0.04
Si	-16.326	5.208	20.13	0.011	0.011	0.022
Si	-13.566	8.028	20.228	-0.011	0.006	0.046
Si	-16.375	10.74	20.549	0.027	0.041	0.038
Si	-13.652	-2.869	20.518	0.01	-0.007	0.067
Si	-10.829	-0.14	20.25	0.026	0.036	0.022
Si	-8.079	2.64	20.64	0.044	-0.026	0.037
Si	-10.824	5.344	20.473	-0.004	0.007	0.079
Si	-8.15	8.236	20.216	0.024	0	0.044
Si	-10.908	-5.471	20.459	-0.023	-0.002	0.009
Si	-8.04	-2.675	20.406	-0.014	-0.042	0.045
Si	-5.417	0.051	20.534	-0.002	0.003	0.083
Si	-2.777	2.733	20.429	0.012	0.001	0.032
Si	-5.655	5.533	20.475	0.009	0.05	0.047
Si	-2.729	-8.11	20.37	-0.01	-0.009	0.036
Si	-5.436	-5.535	20.233	-0.007	-0.013	0.063
Si	-2.791	-2.673	20.286	0.006	0.026	0.069
Si	0.927	-1.644	21.513	0.173	-0.011	-0.697
Si	4.322	1.834	21.817	-0.05	-0.169	-0.712
Si	1.58	4.314	21.593	-0.216	-0.01	-0.739
Si	3.414	6.807	21.832	0.454	0.111	-0.663
Si	1.151	-6.787	21.323	-0.062	0.014	-0.533
Si	3.398	-4.691	21.742	0.141	0.041	-0.747
Si	6.778	-1.226	22.135	0.21	0.153	-0.728
Si	9.706	1.685	21.871	-0.302	-0.236	-0.751
Si	6.376	4.198	21.815	0.258	0.108	-0.686
Si	9.642	7.232	21.83	-0.084	-0.285	-0.646
Si	6.736	-7.138	21.836	-0.206	0.204	-0.703
Si	9.765	-3.691	21.768	-0.176	-0.131	-0.758
Si	12.047	-1.523	21.827	0.146	0.229	-0.704
Si	14.992	1.734	21.589	0.019	-0.198	-0.645
Si	12.025	3.798	21.598	0.043	0.333	-0.664
Si	14.955	6.898	21.763	-0.02	-0.05	-0.737
Si	11.902	9.404	21.723	0.195	0.006	-0.688
Si	15.195	-3.724	21.706	-0.093	-0.203	-0.65
Si	17.314	-1.437	21.551	0.194	-0.007	-0.596
Si	20.744	1.651	21.883	-0.253	-0.205	-0.616
Si	17.304	3.848	21.925	0.238	0.101	-0.645
Si	20.827	-9.303	21.821	-0.236	-0.106	-0.676
Si	18.058	-6.44	21.795	-0.293	-0.282	-0.752
Si	20.255	-4.198	21.648	0.196	0.214	-0.786
Si	23.48	-0.944	21.453	-0.034	0.015	-0.755
Si	25.703	1.205	21.651	0.199	0.117	-0.691
Si	23.029	3.802	21.423	-0.005	0.086	-0.658
Si	26.353	6.927	21.703	-0.375	-0.094	-0.609
Si	23.008	9.295	21.763	0.161	0.109	-0.627
Si	25.838	-3.887	21.86	0.044	-0.046	-0.69
Si	29.159	-0.851	21.817	-0.205	-0.23	-0.655
Si	31.387	1.271	21.312	0.002	0.039	-0.542
Si	28.898	4.293	21.644	-0.083	-0.205	-0.77
Si	31.055	6.498	21.599	-0.001	0.154	-0.728
Si	28.281	9.425	21.702	0.226	0.194	-0.621
Si	31.945	-3.649	21.852	-0.294	-0.076	-0.716
Si	34.264	-1.598	21.419	-0.021	0.197	-0.536
Si	37.048	1.636	21.617	-0.447	-0.303	-0.631
Si	33.394	3.553	21.79	0.259	0.113	-0.702
Si	36.739	6.831	22.07	-0.06	-0.134	-0.751
Si	34.183	9.75	21.813	-0.086	-0.241	-0.706
Si	36.378	-4.333	21.693	0.272	0.013	-0.714
Si	39.515	-0.996	21.605	0.007	-0.235	-0.615
Si	41.765	1.156	21.725	0.257	0.033	-0.674
Si	39.313	3.843	21.292	0.113	0.327	-0.782
Si	42.532	6.94	21.539	-0.154	-0.024	-0.771
Si	39.75	9.758	21.673	-0.38	-0.449	-0.617
Si	42.078	-4.367	21.652	0.266	0.411	-0.704
Si	-20.149	-1.129	21.862	-0.254	-0.215	-0.687
Si	-17.901	1.094	21.629	0.225	0.066	-0.728
Si	-20.113	4.035	21.683	-0.224	-0.034	-0.674
Si	-17.887	6.186	21.525	-0.093	0.227	-0.647
Si	-20.602	9.186	21.67	0.179	0.096	-0.779
Si	-17.523	-3.995	21.945	-0.173	-0.175	-0.719
Si	-15.226	-1.801	21.914	0.096	0.206	-0.751
Si	-11.822	1.523	21.579	-0.22	-0.045	-0.689
Si	-14.808	4.238	21.633	-0.091	-0.286	-0.678
Si	-12.551	6.442	21.61	0.199	0.078	-0.763
Si	-14.721	9.452	21.64	-0.318	-0.065	-0.694
Si	-12.606	-4.554	21.81	0.276	0.305	-0.763
Si	-9.575	-1.516	21.742	0.177	0.14	-0.639
Si	-6.371	1.628	22.059	-0.362	-0.191	-0.725
Si	-9.664	3.827	21.92	0.223	0.209	-0.574
Si	-6.763	7.267	21.811	-0.119	-0.347	-0.658
Si	-9.211	9.758	21.618	-0.198	-0.077	-0.673
Si	-6.949	-4.402	21.561	0.062	0.208	-0.74
Si	-3.849	-1.178	21.762	-0.172	-0.139	-0.756
Si	-1.661	1.049	21.687	0.059	0.211	-0.745
Si	-4.357	4.007	21.639	0.122	0.007	-0.649
Si	-0.988	7.31	21.684	-0.032	-0.131	-0.679
Si	-4.338	-7.03	21.694	0.157	0.129	-0.741
Si	-1.226	-3.854	21.513	-0.166	-0.1	-0.774
Si	-0.988	3.53	-4.192	0.023	0.006	-0.009
Si	1.471	2.507	-7.081	0.037	0.105	0
Si	8.226	-5.996	-7.145	0.059	0.055	-0.146
Si	9.525	-7.126	-4.846	-0.077	0.039	0.025
Si	-0.734	-6.063	26.036	-0.001	-0.028	-0.127
Si	10.579	4.849	-3.848	-0.076	-0.005	0.068
Si	13.818	0.065	23.847	0.021	0.021	-0.079
Si	3.238	6.123	-4.005	-0.12	0.092	-0.014
Si	11.649	-2.431	-6.695	0.036	0.023	-0.064
Si	16.304	4.607	-6.905	0.094	-0.081	-0.051
Si	7.817	-4.93	23.814	0.016	-0.062	-0.225
Si	11.03	-0.771	-2.005	0.046	0.046	0.201
Si	9.929	5.268	-6.962	0.124	-0.059	0.05
Si	12.725	-1.009	-4.459	0.007	-0.083	-0.011
Si	18.141	4.667	24.931	-0.061	-0.061	-0.117
Si	19.713	-5.98	-7.02	0.127	0.023	0.009
Si	12.829	-3.948	-3.516	-0.059	-0.007	-0.041
Si	19.462	4.998	-7.174	0.047	-0.098	-0.054
Si	24.553	-2.632	-1.847	0.067	-0.003	0.079
Si	20.876	0.242	24.655	0.015	0.134	-0.034
Si	16.034	7.479	-6.89	-0.015	0.065	-0.067
Si	19.9	-4.103	-2.681	0.037	0.044	0.14
Si	16.277	-7.668	23.708	0.046	-0.048	0.101
Si	20.071	0.839	-6.87	-0.003	0.003	0.196
Si	28.623	-2.656	-4.507	-0.054	-0.059	-0.059
Si	20.172	3.094	-4.936	-0.041	-0.13	0.02
Si	27.662	-0.247	-6.212	0.04	0.043	-0.078
Si	30.19	6.588	-6.634	-0.008	-0.009	-0.008
Si	24.362	-3.098	24.402	0.038	0.045	-0.125
Si	24.006	-2.629	-4.805	-0.011	0.066	-0.028
Si	21.748	-2.463	23.678	0.054	0.039	0.015
Si	-30.166	4.572	-6.939	0.031	0.191	-0.021
Si	27.525	2.513	23.84	-0.017	-0.011	-0.11
Si	32.372	-8.126	23.867	0.019	0.109	-0.021
Si	30.077	-7.749	25.651	0.078	0.04	-0.137
Si	-28.443	-1.748	23.134	-0.096	-0.11	-0.22
Si	-31.32	-2.562	-2.541	-0.073	0.103	-0.022
Si	-28.652	2.306	24.503	0.035	0.088	-0.183
Si	-30.142	-5.875	-6.624	-0.039	-0.047	-0.112
Si	-25.238	7.202	25.407	0.093	-0.006	-0.011
Si	-28.576	-5.811	26.026	0.064	0.026	0.023
Si	-24.65	-0.854	-5.75	-0.015	0.03	0.053
Si	-26.151	1.351	-7.174	-0.062	0.005	0.007
Si	-13.665	4.122	-7.07	-0.053	-0.016	-0.066
Si	-25.315	4.084	-6.068	-0.002	-0.031	-0.022
Si	-21.636	-7.799	-5.51	-0.061	-0.058	-0.089
Si	-22.936	3.858	-4.213	0.11	-0.029	-0.004
Si	-22.492	4.436	25.682	0.087	0.106	0.043
Si	-20.707	-0.713	24.752	-0.086	-0.127	-0.093
Si	-12.834	-0.641	-4.478	-0.04	-0.087	0.221
Si	-17.998	-6.611	-7.17	-0.007	-0.03	-0.119
Si	-11.61	6.735	24.533	0.093	-0.08	0.009
Si	-22.181	-4.627	24.64	0.026	-0.108	-0.067
Si	-24.443	5.279	23.536	0.017	0.063	-0.183
Si	-15.613	0.208	-4.791	-0.073	0.041	0.037
Si	-18.247	-7.702	25.421	-0.024	-0.005	0.086
Si	-5.429	-4.461	-6.516	-0.047	0.111	0.016
Si	-10.545	-4.933	-6.622	0.014	-0.035	-0.014
Si	-16.369	2.895	-6.324	0.017	-0.021	-0.081
Si	-15.613	-5.114	-2.872	-0.034	-0.067	0.121
Si	-8.099	-0.485	-6.519	-0.06	0.086	-0.042
Si	-6.813	1.568	25.117	0.069	-0.07	-0.13
Si	-10.966	-0.17	23.773	0.238	0.039	-0.14
Si	-8.682	4.132	24.95	-0.039	0.109	-0.181
Si	-5.101	-3.183	23.857	0.105	-0.006	-0.124
Si	-8.871	7.958	24.002	0.039	-0.064	-0.152
Si	4.916	-3.268	-4.219	0.047	0.172	0.163
Si	8.605	0.171	24.418	-0.004	-0.09	-0.119
Si	3.014	-5.955	-6.848	0.058	0.023	-0.084
Si	-2.38	5.375	23.586	0.074	0.042	-0.106
Si	1.196	-0.882	24.41	0.062	-0.011	0.003
Si	3.209	-2.306	-2.053	-0.154	-0.074	0.052
Si	-3.566	0.295	-6.636	-0.055	-0.144	0.031
Si	6.943	5.457	-6.441	-0.025	-0.197	0.135
Si	2.348	1.17	-4.405	-0.089	0.05	-0.118
Si	7.133	6.693	23.486	0.006	0.046	-0.134
Si	1.972	5.598	-6.751	-0.095	-0.048	-0.014
Si	8.496	1.269	-4.203	-0.12	-0.141	-0.035
Si	7.023	2.552	-6.393	-0.01	0.138	-0.021
Si	13.136	5.409	23.784	0.029	0.008	0.019
Si	2.966	8.032	24.773	-0.111	-0.018	-0.152
Si	11.596	7.557	-6.446	0.014	0.091	-0.104
Si	8.306	3.42	-2.214	0.141	-0.057	-0.078
Si	11.529	2.006	-3.959	-0.013	0.028	-0.005
Si	11.217	6.229	25.824	0.008	-0.141	-0.017
Si	9.575	-4.258	-5.258	-0.167	0.004	-0.1
Si	13.904	-5.677	23.651	0.003	0.121	-0.071
Si	12.947	6.581	-4.028	-0.113	-0.088	0.115
Si	22.535	2.065	-6.143	0	0.012	-0.023
Si	3.393	1.069	24.74	0.144	-0.011	-0.097
Si	17.467	0.052	-3.742	0.035	-0.021	0.069
Si	16.896	-0.344	24.181	-0.083	0.181	-0.005
Si	13.871	-4.343	-6.224	-0.049	0.02	0.17
Si	15.271	-4.974	-2.062	0.139	0.039	-0.001
Si	21.233	-3.786	-5.332	-0.062	-0.105	-0.002
Si	16.157	-2.448	-6.539	0.055	0.026	0.05
Si	24.782	0.357	-5.006	-0.016	-0.066	0.016
Si	25.036	-6.806	-6.414	0.018	0.005	0.046
Si	23.51	-7.986	-4.322	-0.041	-0.045	-0.016
Si	31.223	-0.859	25.865	-0.009	0.015	0.036
Si	25.535	6.668	-5.449	0.014	0.06	-0.045
Si	26.524	-4.031	-6.145	-0.065	-0.105	0.065
Si	23.542	1.605	25.648	-0.04	-0.007	-0.018
Si	31.784	-3.679	24.865	0.01	0.028	-0.131
Si	25.582	6.563	24.517	0.169	-0.001	-0.07
Si	27.49	-5.093	23.835	-0.022	-0.051	-0.179
Si	31.845	-1.932	-7.107	-0.028	-0.038	-0.054
Si	20.986	5.51	24.551	-0.016	0.146	-0.066
Si	-31.519	4.481	-2.865	-0.146	-0.036	0.115
Si	-27.071	-7.424	24.038	-0.014	-0.069	-0.032
Si	30.644	-6.738	-7	-0.036	-0.033	-0.023
Si	-29.285	6.61	-2.876	0.028	0.036	0.075
Si	-30.954	-8.061	-4.752	-0.018	-0.028	0.062
Si	-31.282	1.925	-4.306	-0.168	-0.014	0.067
Si	-28.146	-0.74	-6.946	-0.032	0.054	0.062
Si	-24.39	5.636	-2.158	-0.024	-0.035	0.113
Si	-22.255	-0.415	-2.121	-0.125	-0.016	0.161
Si	-19.869	0.436	-6.606	0.174	0.019	0.023
Si	-29.008	5.256	24.723	0.07	0	0.016
Si	-21.643	2.241	23.896	0.005	0.052	-0.147
Si	-25.62	-6.731	-5.957	0.054	0.031	-0.063
Si	-16.028	2.397	23.674	0.005	0.037	-0.033
Si	-19.344	7.802	-2.251	-0.066	0.031	0.216
Si	-18.278	-4.061	-3.291	0.05	0.085	0.19
Si	-24.173	8.14	-3.938	0.044	0.112	0.137
Si	-19.404	-5.4	24.089	0.101	0.009	-0.167
Si	-13.378	-6.068	-6.771	-0.033	0.116	-0.037
Si	-14.581	-0.01	24.311	-0.028	-0.059	-0.139
Si	-9.944	6.861	-4.35	0.069	0.005	0.017
Si	-14.48	-7.499	-4.407	-0.08	0.104	-0.053
Si	-17.422	7.907	-4.593	-0.044	-0.089	0.046
Si	-11.053	-3.068	23.819	0.039	0.007	-0.018
Si	-16.235	7.642	23.65	0.061	0.051	-0.005
Si	-11.581	4.057	26.031	0.024	-0.043	-0.083
Si	-7.351	5.809	-2.865	-0.055	0.101	0.134
Si	-6.486	-2.27	-4.812	-0.001	-0.149	0.058
Si	-12.248	4.65	-4.392	-0.107	-0.104	0.144
Si	-2.694	0.092	-2.147	-0.04	0.012	0.097
Si	-5.195	2.61	-5.83	0.074	0.006	0.02
Si	4.649	-6.246	-4.097	0.022	-0.003	0.001
Si	0.618	-7.98	-6.83	0.126	0.04	0.034
Si	-2.863	-5.274	23.839	-0.04	0.038	-0.085
Si	-9.926	-4.442	-3.941	0.035	0.082	-0.029
Si	-2.52	5.48	-6.027	-0.086	0.037	0.033
Si	-0.801	1.159	-5.957	0.052	-0.034	0.023
Si	-0.27	2.991	23.613	-0.071	-0.011	-0.073
Si	-2.826	8.024	-2.443	0.01	0.031	0.064
Si	2.83	-7.913	-2.259	-0.001	-0.083	0.033
Si	-1.846	-7.853	-5.358	-0.105	0.028	0.081
Si	2.177	-5.66	26.031	0.024	0.022	-0.043
Si	4.444	0.53	-2.589	-0.111	0.08	0.031
Si	6.08	7.319	-4.104	-0.101	0.075	0.019
Si	1.651	3.761	-2.841	-0.042	0.076	-0.064
Si	8.231	8.117	-2.192	-0.012	0.016	0.217
Si	3.125	-2.691	25.843	-0.024	0.078	0.035
Si	5.139	-3.2	23.717	-0.028	-0.046	-0.071
Si	15.075	0.272	-5.545	0.034	0.038	0.027
Si	18.852	2.385	-2.172	-0.022	0.003	0.072
Si	13.059	2.275	-6.528	-0.032	0.065	-0.069
Si	14.528	4.084	-4.666	-0.077	-0.039	0.023
Si	6.881	-0.988	-3.051	0.045	-0.102	-0.003
Si	9.84	-3.464	-2.581	0.055	-0.038	0.011
Si	18.989	-1.559	-5.652	-0.039	-0.001	0.067
Si	21.992	5.75	-1.74	-0.013	-0.113	0.014
Si	13.672	2.564	-2.133	-0.004	0.161	0.182
Si	18.308	-7.938	-5.096	0.11	0.043	0.029
Si	14.181	-7.75	-2.011	0.077	0.012	0.214
Si	17.308	-2.671	-2.502	-0.088	-0.003	0.147
Si	23.718	4.231	24.18	0.049	0.09	-0.069
Si	28.286	6.258	-4.173	0.042	-0.015	-0.009
Si	25.598	-0.74	25.714	-0.139	-0.142	-0.094
Si	24.281	7.914	-1.648	0.019	-0.008	0.139
Si	18.65	-7.011	-2.44	0.021	-0.107	0.182
Si	20.632	7.438	-3.591	-0.09	-0.046	0.114
Si	31.074	1.328	-3.011	0.068	-0.019	0.034
Si	26.503	1.344	-2.817	-0.022	0.073	0.057
Si	28.75	3.379	-2.977	0.036	-0.009	0.215
Si	29.739	8.157	-2.144	-0.018	0.055	0.1
Si	-32.517	5.578	-5.288	-0.074	0.092	0.143
Si	31.317	-1.576	-4.115	0.044	-0.001	0.13
Si	27.263	-1.286	-2.306	-0.012	-0.091	0.039
Si	28.504	-0.16	24.601	-0.011	-0.11	-0.166
Si	-27.677	-4.793	-5.41	0.05	0.036	-0.046
Si	31.632	-6.495	-4.125	-0.091	-0.101	-0.048
Si	24.743	-6.77	24.258	0.134	-0.012	-0.032
Si	-28.605	1.709	-3.144	-0.098	0.02	0.004
Si	-27.286	-0.822	-4.115	-0.04	-0.02	-0.108
Si	32.573	-5.109	-1.807	0.043	-0.12	0.023
Si	-22.202	0.833	-4.728	-0.061	0.062	-0.021
Si	-24.259	-2.788	-2.111	-0.042	0.068	0.005
Si	-28.497	-3.243	-2.932	-0.078	-0.086	0.067
Si	-22.793	-7.414	26.059	-0.05	0.081	-0.012
Si	-24.007	-5.221	-3.917	-0.088	-0.057	0.024
Si	-17.579	4.777	-4.39	0.079	0.065	0.04
Si	-31.261	3.565	24.769	-0.041	0.011	-0.041
Si	-12.64	2.094	-3.059	-0.033	0.036	0.005
Si	-20.935	-5.041	-4.484	0.015	0.053	-0.016
Si	-27.971	4.454	-4.669	-0.019	-0.145	0.027
Si	-16.836	0.129	-2.148	0.016	0.002	-0.044
Si	-18.079	-1.175	-4.473	-0.011	-0.016	0.078
Si	-13.131	8.017	-2.017	-0.08	0.024	0.061
Si	-8.083	2.875	-2.225	-0.056	-0.003	0.067
Si	-20.358	5.049	-3.012	0.002	-0.033	0.085
Si	-14.743	4.05	-3.045	-0.066	-0.005	0.008
Si	-13.604	-2.823	-2.249	0.051	-0.105	-0.044
Si	-4.736	6.585	-4.289	0.111	0.057	0.022
Si	-12.097	1.049	25.939	0.102	0.057	-0.047
Si	-4.621	-7.397	-6.332	0.062	-0.087	-0.114
Si	-10.643	-2.231	-5.734	-0.004	-0.122	0.056
Si	-8.107	-2.853	-2.271	-0.059	0.054	0.126
Si	-3.675	2.702	-3.064	-0.087	-0.084	0.1
Si	-8.264	2.41	-5.272	-0.01	-0.079	0.058
Si	-10.653	-6.944	-2.572	0.117	0.006	0.027
Si	-1.358	-2.41	-3.14	-0.098	-0.028	0.299
Si	0.681	-1.315	-4.968	-0.095	0.076	-0.027
Si	-3.665	-2.504	-5.146	-0.019	-0.016	0.026
Si	1.402	-1.348	5.364	-0.001	-0.015	-0.002
Si	4.116	1.383	5.375	0	-0.026	0.001
Si	1.346	4.111	5.329	-0.013	0.021	0.004
Si	4.095	6.825	5.393	0.008	0.002	0.006
Si	1.348	9.555	5.373	-0.003	0.007	0.003
Si	4.103	12.267	5.405	-0.011	-0.003	0.009
Si	6.823	-1.304	5.411	-0.018	0.004	0.001
Si	9.529	1.374	5.465	0.009	-0.005	0
Si	6.816	4.112	5.412	-0.005	0.012	-0.01
Si	9.56	6.775	5.488	0.003	-0.004	0.001
Si	6.797	9.542	5.443	-0.003	0.014	0
Si	9.51	-4.057	5.536	0.007	0.002	0.008
Si	12.204	-1.315	5.591	-0.005	0	0.009
Si	14.969	1.408	5.597	-0.001	-0.001	0
Si	12.231	4.081	5.512	0.004	0.007	-0.005
Si	14.951	6.751	5.631	0.015	-0.003	0.001
Si	12.241	-6.812	5.577	0.006	0.007	0.006
Si	14.962	12.229	5.609	0.007	-0.017	0.004
Si	17.673	-1.345	5.634	0.003	0	0.011
Si	20.399	1.326	5.614	0.006	-0.014	0.006
Si	17.677	4.044	5.591	0	0	0.005
Si	20.419	6.774	5.598	0.014	0.008	0.01
Si	17.664	9.494	5.676	0.012	-0.006	0.002
Si	20.417	12.271	5.696	0.008	0.002	0.011
Si	23.098	-1.326	5.608	-0.009	0.012	0.003
Si	25.84	1.362	5.527	-0.004	-0.005	0.002
Si	23.118	4.047	5.594	0.009	0.005	-0.013
Si	25.867	6.769	5.628	0.013	-0.003	0.015
Si	23.126	9.509	5.613	0.007	-0.002	0.005
Si	25.817	12.252	5.616	-0.008	-0.018	0.01
Si	28.56	-1.338	5.517	-0.014	-0.01	0.004
Si	31.293	1.351	5.468	-0.001	-0.017	0.001
Si	28.535	4.068	5.52	0.003	0.001	0.01
Si	31.299	6.764	5.508	0.016	0.004	0.013
Si	28.574	9.49	5.593	-0.006	-0.013	0.008
Si	31.314	12.24	5.489	0.011	-0.008	0.002
Si	34.023	-1.367	5.44	-0.001	-0.005	0.014
Si	-28.563	1.343	5.385	-0.009	-0.016	0.009
Si	34.001	4.067	5.42	-0.001	0.004	0.012
Si	-28.616	6.775	5.456	-0.004	-0.001	0.016
Si	33.978	9.51	5.462	-0.021	-0.008	-0.002
Si	-28.561	12.237	5.442	0.003	0.009	0.001
Si	-25.873	-1.327	5.449	-0.001	0.02	-0.004
Si	-23.135	1.365	5.409	0.005	0.007	-0.006
Si	-25.871	4.04	5.412	0.008	-0.003	0.005
Si	-23.152	6.766	5.456	-0.006	0.004	-0.003
Si	-25.859	9.52	5.455	-0.013	0.009	0.019
Si	-23.11	12.238	5.445	0.005	0.003	0.005
Si	-20.411	-1.364	5.375	-0.002	0.002	0.007
Si	-17.69	1.342	5.366	-0.013	0.007	0.001
Si	-20.401	4.085	5.432	0.011	0.017	0.019
Si	-17.703	6.827	5.359	-0.004	-0.001	0.004
Si	-20.39	9.493	5.449	0.008	-0.013	0.015
Si	-17.658	12.244	5.38	-0.013	0.001	0.002
Si	-14.968	-1.378	5.33	-0.001	0.002	-0.001
Si	-12.254	1.334	5.37	0.01	-0.007	0.021
Si	-14.997	4.109	5.377	0.002	0.016	0.01
Si	-12.234	6.789	5.318	-0.003	-0.007	0.006
Si	-14.971	9.514	5.358	-0.022	-0.008	0.01
Si	-12.247	12.217	5.271	0.011	-0.013	-0.013
Si	-9.539	-1.387	5.341	0.003	0.014	-0.003
Si	-6.801	1.334	5.365	0.001	0.015	0.006
Si	-9.532	4.07	5.339	0.001	0.004	0.017
Si	-6.784	6.804	5.315	-0.002	-0.018	0.004
Si	-9.531	9.521	5.268	-0.022	0.002	0
Si	-6.776	12.221	5.281	0.023	-0.014	0.002
Si	-4.09	-1.367	5.339	0.001	0.01	0.004
Si	-1.332	1.364	5.35	-0.001	-0.017	0.004
Si	-4.091	4.131	5.365	-0.01	0.006	0.01
Si	-1.375	6.837	5.298	0.006	-0.002	-0.007
Si	-4.074	-6.808	5.293	-0.011	0.004	0.003
Si	-1.313	-4.11	5.388	-0.003	-0.002	0.011
Si	2.745	0.021	6.734	0.003	0.009	0
Si	5.447	2.748	6.765	0.001	-0.002	0.003
Si	2.709	5.455	6.725	0.011	-0.015	-0.001
Si	5.431	8.179	6.791	-0.001	-0.004	0.001
Si	2.716	10.908	6.749	-0.007	-0.006	-0.002
Si	5.452	-2.68	6.767	-0.002	0.008	-0.002
Si	8.154	0.031	6.823	0.002	-0.009	-0.003
Si	10.868	2.724	6.862	0.001	-0.009	-0.004
Si	8.157	5.447	6.825	0.008	-0.015	0
Si	10.867	-8.173	6.896	0.004	-0.003	-0.002
Si	8.122	-5.417	6.848	-0.013	0.013	-0.003
Si	10.855	-2.702	6.916	0	0	0.004
Si	13.588	0.036	6.928	0.001	-0.007	-0.001
Si	16.312	2.737	6.978	-0.01	-0.005	-0.006
Si	13.557	5.417	6.94	-0.005	0.003	-0.008
Si	16.291	8.134	6.989	-0.012	0.005	0.002
Si	13.588	10.874	6.943	-0.007	0.005	0
Si	16.303	-2.712	6.965	-0.004	0.011	0.002
Si	19.038	-0.003	6.989	0.006	-0.005	0.001
Si	21.755	2.705	6.954	-0.001	-0.007	-0.005
Si	19.034	5.425	6.938	-0.006	0.005	-0.003
Si	21.762	8.15	6.956	-0.004	0	0.004
Si	19.034	10.882	6.993	0.001	-0.005	-0.004
Si	21.774	-2.681	7.005	0	-0.01	0.004
Si	24.483	0.031	6.923	-0.015	0	-0.006
Si	27.196	2.714	6.894	-0.01	0.008	-0.003
Si	24.478	5.414	6.947	-0.004	0.008	-0.001
Si	27.222	8.143	6.954	-0.001	-0.005	0.009
Si	24.469	10.884	6.964	-0.006	0.018	-0.001
Si	27.221	-2.702	6.904	0.003	0.003	-0.006
Si	29.939	0.01	6.857	0.003	0.003	-0.007
Si	32.657	2.713	6.81	-0.002	0.001	-0.001
Si	29.924	5.419	6.861	-0.011	0.006	-0.005
Si	32.645	8.15	6.844	0.001	-0.003	0.007
Si	29.96	10.883	6.873	0.007	-0.01	-0.007
Si	32.67	-2.714	6.829	-0.002	0.01	-0.008
Si	-29.897	-0.008	6.788	-0.01	0.006	0.001
Si	-27.2	2.675	6.78	0.004	-0.005	-0.009
Si	-29.947	5.416	6.82	-0.003	0.017	0.001
Si	-27.215	8.135	6.791	0.003	-0.012	-0.006
Si	-29.915	10.868	6.801	0.008	-0.002	-0.011
Si	-27.204	-2.72	6.8	0	0.01	0.002
Si	-24.478	0.007	6.79	0	-0.004	-0.001
Si	-21.765	2.713	6.775	0.01	-0.001	-0.001
Si	-24.506	5.396	6.79	0.004	-0.005	-0.003
Si	-21.764	8.129	6.791	0.001	0.005	-0.007
Si	-24.475	10.872	6.798	0	-0.003	-0.006
Si	-21.741	-2.721	6.776	0.001	-0.006	0.002
Si	-19.037	-0.018	6.741	0.025	-0.012	0
Si	-16.337	2.715	6.731	0	0.001	-0.005
Si	-19.024	5.446	6.76	-0.004	-0.009	-0.004
Si	-16.323	8.154	6.732	-0.001	0.013	0
Si	-19.009	10.871	6.758	0.006	0.006	0.002
Si	-16.301	-2.726	6.735	0.004	-0.004	0.004
Si	-13.607	-0.036	6.717	0.014	-0.003	-0.002
Si	-10.886	2.708	6.712	-0.007	0	-0.003
Si	-13.591	5.44	6.714	-0.006	0.005	0.003
Si	-10.873	8.158	6.67	0.009	0.004	-0.005
Si	-13.592	10.879	6.69	-0.007	0.002	-0.003
Si	-10.897	-2.761	6.681	-0.005	-0.006	0.003
Si	-8.18	-0.022	6.71	0.007	0.001	0.002
Si	-5.443	2.725	6.704	0.005	0.014	0.002
Si	-8.154	5.437	6.681	0.006	0.007	-0.006
Si	-5.439	8.171	6.682	-0.002	0.001	0.001
Si	-8.16	10.869	6.648	0	-0.001	-0.005
Si	-5.448	-2.738	6.69	-0.005	0.001	-0.005
Si	-2.718	0.001	6.696	-0.004	0.006	0.006
Si	0.008	2.741	6.715	0.001	0.005	-0.009
Si	-2.719	5.486	6.705	-0.024	0.007	0.002
Si	-0.016	8.173	6.707	0.007	0.003	-0.001
Si	-2.718	-5.467	6.703	0.03	-0.013	0.001
Si	0.026	-2.707	6.728	-0.002	-0.012	0.004
Si	1.367	1.383	8.087	-0.002	-0.003	-0.007
Si	4.065	4.104	8.115	-0.003	0.007	-0.008
Si	1.346	6.817	8.085	-0.01	0	-0.005
Si	4.06	9.543	8.135	0.005	0.002	0.002
Si	1.363	-4.057	8.118	0.01	0.012	0.003
Si	4.08	-1.33	8.125	0.002	0.005	0.002
Si	6.786	1.399	8.164	-0.002	-0.005	0.002
Si	9.498	4.093	8.21	-0.004	0.002	-0.002
Si	6.788	6.823	8.169	0.004	0.008	-0.005
Si	9.49	-6.78	8.211	0.008	0.002	-0.013
Si	6.767	-4.042	8.18	-0.006	-0.012	-0.001
Si	9.48	-1.328	8.229	-0.003	-0.011	-0.003
Si	12.213	1.39	8.265	0.009	0.012	-0.003
Si	14.933	4.092	8.308	0.002	0.002	-0.002
Si	12.212	6.804	8.278	0.005	-0.009	-0.003
Si	14.933	9.52	8.313	-0.009	-0.008	-0.003
Si	12.221	-4.06	8.271	0.016	0.013	-0.002
Si	14.932	-1.337	8.294	-0.002	-0.001	0.003
Si	17.665	1.366	8.322	0.007	-0.001	-0.006
Si	20.391	4.075	8.3	-0.001	0.002	-0.006
Si	17.678	6.787	8.311	-0.004	0.005	-0.005
Si	20.404	9.515	8.316	0	-0.003	0.006
Si	17.664	-4.067	8.325	0.002	0.001	-0.003
Si	20.396	-1.344	8.349	0.01	0.003	0.001
Si	23.127	1.366	8.304	0.007	-0.005	0.002
Si	25.851	4.062	8.281	-0.01	-0.013	-0.004
Si	23.127	6.792	8.296	0.011	0	0.004
Si	25.854	9.521	8.283	0.007	0.002	-0.006
Si	23.123	-4.073	8.321	-0.008	-0.008	0
Si	25.849	-1.348	8.257	-0.007	-0.007	-0.013
Si	28.58	1.362	8.227	0	0.006	-0.01
Si	31.302	4.062	8.194	0.002	0.006	-0.011
Si	28.592	6.772	8.26	0.001	0.009	0.001
Si	31.303	9.506	8.216	-0.001	-0.005	0
Si	28.594	-4.075	8.229	0.003	0.006	-0.004
Si	31.306	-1.362	8.194	-0.01	-0.012	-0.002
Si	-31.258	1.343	8.156	0.003	-0.009	-0.009
Si	-28.552	4.05	8.141	-0.003	0.001	-0.011
Si	-31.272	6.789	8.19	-0.005	-0.006	0
Si	-28.552	9.506	8.158	-0.004	0.003	-0.003
Si	-31.254	-4.088	8.175	-0.009	-0.002	-0.006
Si	-28.547	-1.364	8.165	0.004	0	-0.006
Si	-25.831	1.348	8.161	0	0.002	-0.001
Si	-23.119	4.058	8.148	-0.019	-0.012	0
Si	-25.843	6.776	8.142	0.008	0.004	-0.001
Si	-23.111	9.501	8.144	-0.002	-0.001	0
Si	-25.83	-4.083	8.15	0.003	0.01	-0.003
Si	-23.109	-1.37	8.132	-0.001	0.003	-0.002
Si	-20.388	1.341	8.116	-0.007	-0.001	-0.01
Si	-17.675	4.065	8.116	-0.004	0.013	0
Si	-20.39	6.778	8.14	0.003	0	-0.002
Si	-17.662	9.503	8.118	0.01	0.001	0.001
Si	-20.377	-4.098	8.119	0.005	0.003	-0.004
Si	-17.669	-1.378	8.099	-0.01	-0.008	-0.001
Si	-14.96	1.34	8.077	-0.004	-0.007	-0.008
Si	-12.243	4.065	8.078	0.007	-0.001	-0.002
Si	-14.955	6.786	8.087	-0.008	-0.012	-0.001
Si	-12.237	9.504	8.052	-0.003	0.002	-0.007
Si	-14.941	-4.098	8.085	0.012	0.012	0.002
Si	-12.242	-1.4	8.069	-0.011	0.009	0.001
Si	-9.529	1.344	8.076	-0.004	0.006	0.003
Si	-6.813	4.076	8.062	-0.005	-0.006	0.001
Si	-9.518	6.796	8.046	-0.004	-0.003	-0.006
Si	-6.813	9.52	8.043	0.004	-0.004	-0.002
Si	-9.521	-4.107	8.042	-0.006	-0.006	-0.007
Si	-6.813	-1.384	8.064	0	-0.005	0.001
Si	-4.079	1.363	8.063	0.006	-0.002	-0.002
Si	-1.368	4.101	8.065	0.007	0.007	-0.006
Si	-4.092	6.821	8.071	0.015	0.005	0.005
Si	-1.37	-6.803	8.091	-0.022	-0.004	0.006
Si	-4.082	-4.089	8.059	-0.004	-0.009	-0.001
Si	-1.361	-1.353	8.075	0.003	0.005	-0.001
Si	-0.005	0.018	9.442	-0.005	0.004	-0.004
Si	2.706	2.739	9.476	0.004	-0.012	0
Si	-0.015	5.452	9.446	0.004	-0.004	-0.003
Si	2.695	8.173	9.479	0.001	0.004	-0.004
Si	-0.018	-5.425	9.458	0.004	-0.008	-0.011
Si	2.715	-2.692	9.483	-0.004	-0.008	-0.004
Si	5.418	0.03	9.508	-0.006	-0.015	-0.001
Si	8.128	2.745	9.56	0.008	-0.007	0.002
Si	5.41	5.459	9.511	-0.003	-0.012	0
Si	8.126	-8.136	9.561	-0.003	0.001	0.002
Si	5.405	-5.413	9.521	-0.009	0.017	0
Si	8.118	-2.695	9.566	-0.01	0.009	0.004
Si	10.837	0.027	9.602	0.003	-0.008	-0.002
Si	13.562	2.737	9.644	0.006	0	-0.002
Si	10.835	5.451	9.605	0.004	0.005	-0.006
Si	13.562	8.166	9.646	-0.002	0.006	0
Si	10.841	-5.425	9.597	0.002	0	-0.001
Si	13.565	-2.693	9.641	0.003	-0.003	0.01
Si	16.293	0.012	9.665	-0.001	-0.001	0
Si	19.023	2.734	9.665	-0.009	-0.007	-0.002
Si	16.293	5.454	9.661	-0.011	0.002	-0.002
Si	19.029	8.166	9.657	0.002	0.002	0
Si	16.29	-5.425	9.661	-0.005	-0.009	-0.003
Si	19.026	-2.71	9.682	0.01	0.003	0.005
Si	21.766	0.021	9.672	-0.003	-0.001	0
Si	24.489	2.723	9.646	-0.002	0.008	-0.002
Si	21.75	5.445	9.644	-0.003	0.004	-0.002
Si	24.49	8.164	9.635	-0.005	0.007	-0.001
Si	21.756	-5.431	9.663	0.004	0.011	0.002
Si	24.498	-2.702	9.633	-0.001	-0.015	-0.003
Si	27.221	0.009	9.594	-0.002	-0.001	-0.007
Si	29.945	2.721	9.571	0.001	-0.004	0.002
Si	27.219	5.432	9.616	0	-0.006	-0.007
Si	29.95	8.153	9.584	-0.003	-0.004	0.005
Si	27.231	-5.427	9.597	-0.003	-0.003	-0.002
Si	29.958	-2.716	9.569	0.008	-0.002	0.002
Si	-32.604	-0.008	9.539	-0.005	0.007	0
Si	-29.894	2.693	9.515	-0.013	-0.006	-0.004
Si	-32.623	5.428	9.545	-0.007	0.017	0.002
Si	-29.897	8.149	9.528	0	-0.009	0
Si	-32.605	-5.448	9.544	-0.002	-0.004	-0.001
Si	-29.889	-2.734	9.529	0.006	0.015	-0.003
Si	-27.174	-0.02	9.521	0.007	-0.007	0.005
Si	-24.463	2.7	9.516	0.006	0.005	0.007
Si	-27.189	5.412	9.501	0.006	-0.001	-0.002
Si	-24.467	8.129	9.496	-0.004	-0.005	0
Si	-27.18	-5.455	9.51	0.005	-0.004	-0.006
Si	-24.454	-2.737	9.502	-0.001	0	0.004
Si	-21.736	-0.023	9.486	0.003	0.002	-0.002
Si	-19.026	2.694	9.483	0.005	0.007	0.004
Si	-21.744	5.413	9.502	0.001	-0.002	-0.003
Si	-19.019	8.138	9.487	-0.006	0.003	-0.003
Si	-21.732	-5.464	9.486	0.001	0.005	-0.002
Si	-19.008	-2.748	9.472	0.006	-0.001	0.007
Si	-16.303	-0.023	9.458	-0.001	0.01	-0.005
Si	-13.593	2.691	9.444	0.007	0.007	-0.004
Si	-16.298	5.414	9.467	0.007	-0.012	0
Si	-13.585	8.143	9.441	-0.006	0.007	0
Si	-16.291	-5.466	9.463	-0.009	-0.007	0.002
Si	-13.589	-2.747	9.456	0.004	-0.01	-0.001
Si	-10.889	-0.029	9.432	-0.001	-0.008	-0.002
Si	-8.166	2.71	9.431	0.008	0.01	-0.001
Si	-10.871	5.428	9.425	0.003	0.005	-0.002
Si	-8.167	8.156	9.418	-0.001	-0.002	-0.002
Si	-10.878	-5.462	9.423	0.004	-0.006	-0.002
Si	-8.179	-2.741	9.424	-0.003	-0.001	-0.001
Si	-5.448	-0.008	9.419	-0.002	0.009	-0.004
Si	-2.727	2.731	9.427	-0.004	0.001	0.001
Si	-5.454	5.443	9.421	0.006	0.005	-0.005
Si	-2.739	8.167	9.45	0.006	-0.002	-0.001
Si	-5.459	-5.441	9.421	-0.002	0	-0.003
Si	-2.729	-2.718	9.432	0.004	0.002	-0.002
Si	1.343	-1.334	10.831	0.011	0	-0.004
Si	4.052	1.385	10.863	0.006	0.005	-0.003
Si	1.337	4.099	10.829	-0.006	0.008	-0.003
Si	4.048	6.823	10.87	-0.002	0.006	0.005
Si	1.336	9.539	10.832	-0.004	0.003	0.002
Si	4.055	-4.042	10.873	-0.009	-0.005	0.005
Si	6.756	-1.321	10.9	-0.006	0.005	0
Si	9.475	1.398	10.947	-0.003	0.005	0.002
Si	6.758	4.108	10.904	0.005	0.003	0.005
Si	9.478	-9.486	10.942	0.012	-0.007	0.002
Si	6.763	-6.762	10.904	-0.002	0.006	0
Si	9.475	-4.049	10.938	0.003	0.003	-0.003
Si	12.189	-1.328	10.979	0.004	0	0
Si	14.922	1.383	11.003	-0.005	0.002	-0.001
Si	12.199	4.111	10.98	0.004	-0.001	-0.001
Si	14.932	6.825	11.006	0.009	0.008	-0.002
Si	12.195	9.542	10.974	0.015	-0.013	-0.004
Si	14.926	-4.05	11.001	0.001	0.008	0.002
Si	17.658	-1.344	11.022	-0.003	-0.005	0.001
Si	20.39	1.379	11.011	0.017	0.004	-0.003
Si	17.654	4.098	11.013	-0.004	0	-0.005
Si	20.393	6.811	11.003	0.001	0.005	0.003
Si	17.665	9.539	11.002	0	0.002	0
Si	20.398	-4.07	11.022	-0.002	-0.023	0.007
Si	23.135	-1.352	10.999	0	0	-0.005
Si	25.863	1.355	10.97	-0.003	-0.006	-0.004
Si	23.121	4.091	10.987	0.005	-0.006	-0.001
Si	25.863	6.806	10.969	-0.001	-0.001	0
Si	23.13	9.526	10.992	0	-0.004	-0.002
Si	25.866	-4.074	10.956	0.003	0.013	-0.003
Si	28.591	-1.36	10.924	-0.008	0	-0.004
Si	31.317	1.353	10.9	-0.007	-0.001	0.001
Si	28.592	4.076	10.95	-0.005	0.007	0
Si	31.314	6.787	10.918	0.005	-0.006	0.001
Si	28.59	9.521	10.933	0.002	-0.005	0.003
Si	31.32	-4.089	10.905	-0.003	-0.002	0
Si	-31.241	-1.377	10.891	-0.008	-0.015	0.001
Si	-28.531	1.339	10.879	0.006	0.003	-0.004
Si	-31.246	4.06	10.873	0.008	-0.006	-0.01
Si	-28.529	6.782	10.865	0.001	-0.002	-0.004
Si	-31.246	9.509	10.893	-0.003	0.006	-0.002
Si	-28.529	-4.099	10.885	-0.009	0.007	0.005
Si	-25.807	-1.384	10.871	-0.002	0.007	0.003
Si	-23.09	1.331	10.855	-0.004	-0.01	-0.001
Si	-25.82	4.066	10.866	0.001	-0.002	-0.006
Si	-23.102	6.776	10.861	-0.005	0.013	-0.001
Si	-25.814	9.495	10.857	0.002	0.004	-0.001
Si	-23.088	-4.11	10.849	0.002	-0.001	0
Si	-20.369	-1.397	10.833	0	-0.005	-0.006
Si	-17.654	1.326	10.835	-0.003	-0.009	0.003
Si	-20.381	4.046	10.856	-0.015	-0.002	0.005
Si	-17.658	6.765	10.84	-0.004	0.001	0
Si	-20.377	9.493	10.853	-0.001	0.003	0.003
Si	-17.655	-4.119	10.831	0.005	0.004	-0.001
Si	-14.947	-1.392	10.823	0	-0.003	-0.001
Si	-12.24	1.323	10.812	-0.006	0.002	0.001
Si	-14.941	4.042	10.825	-0.008	0.001	0
Si	-12.229	6.773	10.805	0.005	-0.016	-0.001
Si	-14.939	9.487	10.826	0.001	0.008	0.002
Si	-12.23	-4.112	10.812	-0.005	0	0.003
Si	-9.535	-1.387	10.801	-0.004	0.008	0.004
Si	-6.81	1.346	10.791	0.002	-0.001	0.004
Si	-9.523	4.064	10.801	-0.002	-0.006	0.005
Si	-6.818	6.794	10.789	-0.003	0.001	0.001
Si	-9.531	9.5	10.797	-0.005	0.004	0.001
Si	-6.822	-4.091	10.796	0.001	-0.003	0.003
Si	-4.093	-1.357	10.799	0.001	-0.002	0.003
Si	-1.37	1.378	10.802	0.01	-0.002	-0.005
Si	-4.102	4.078	10.787	-0.003	0.005	0.002
Si	-1.385	6.801	10.808	-0.005	0.005	0.001
Si	-4.108	9.525	10.801	0.006	-0.009	0.003
Si	-1.379	-4.064	10.821	0.004	-0.005	0.007
Si	2.693	0.018	12.217	-0.012	-0.005	-0.006
Si	5.398	2.733	12.254	-0.024	-0.019	0.003
Si	2.686	5.446	12.22	-0.009	-0.013	0.002
Si	5.398	8.193	12.25	0.005	0.001	0.005
Si	2.683	10.911	12.207	0.003	0.003	-0.003
Si	5.403	-2.682	12.257	0.005	0.004	-0.002
Si	8.096	0.037	12.281	0.001	-0.021	-0.002
Si	10.831	2.755	12.323	0.011	0.005	-0.003
Si	8.108	5.474	12.28	0	0.007	0.001
Si	10.833	-8.131	12.326	0	0.007	0.003
Si	8.115	-5.406	12.293	0.003	0.004	-0.002
Si	10.814	-2.687	12.323	0.002	-0.006	0.007
Si	13.548	0.031	12.346	0.004	0.002	-0.002
Si	16.276	2.752	12.36	0.001	-0.006	-0.003
Si	13.55	5.475	12.346	-0.002	-0.011	-0.003
Si	16.301	8.188	12.354	-0.008	0.006	0
Si	13.55	10.909	12.335	-0.008	-0.007	0.004
Si	16.291	-2.702	12.371	-0.003	-0.006	0.01
Si	19.028	0.021	12.366	-0.003	0.008	0.004
Si	21.756	2.742	12.346	-0.01	0	-0.001
Si	19.02	5.466	12.355	0	0.002	0.003
Si	21.754	8.183	12.346	0.008	0.003	-0.001
Si	19.022	10.898	12.365	-0.001	-0.002	0.002
Si	21.771	-2.702	12.36	0.012	0.005	0.003
Si	24.504	0.006	12.337	-0.004	-0.003	0.001
Si	27.229	2.72	12.304	-0.006	-0.007	0.008
Si	24.484	5.464	12.319	-0.005	-0.002	0.002
Si	27.233	8.177	12.304	0.002	0.014	0.004
Si	24.505	10.893	12.32	-0.006	-0.001	-0.004
Si	27.23	-2.711	12.287	-0.004	-0.013	0.004
Si	29.962	-0.005	12.261	-0.001	-0.002	0.005
Si	32.678	2.717	12.243	0.001	0.007	-0.005
Si	29.956	5.447	12.289	0.002	0.01	0.004
Si	32.679	8.151	12.253	-0.001	-0.004	0.005
Si	29.96	10.881	12.268	0.003	0.008	0.004
Si	32.696	-2.748	12.253	-0.01	0.007	0
Si	-29.876	-0.024	12.246	0.002	0.002	0
Si	-27.165	2.701	12.226	0	0.004	0
Si	-29.879	5.417	12.216	-0.01	0.002	0
Si	-27.168	8.139	12.222	0.005	-0.002	-0.002
Si	-29.884	10.858	12.251	-0.002	-0.012	0.002
Si	-27.157	-2.745	12.236	0.021	0.001	0.001
Si	-24.434	-0.032	12.221	0.008	0.008	0
Si	-21.734	2.681	12.222	-0.002	-0.007	0.01
Si	-24.46	5.421	12.228	-0.004	-0.007	0.004
Si	-21.736	8.132	12.219	-0.006	-0.004	0.002
Si	-24.437	10.84	12.211	-0.002	-0.003	-0.005
Si	-21.712	-2.764	12.203	0.001	0.008	0.006
Si	-19.005	-0.051	12.194	-0.002	-0.003	0.005
Si	-16.282	2.67	12.201	0.01	0.02	0.002
Si	-19.008	5.398	12.213	0.006	0.002	0.005
Si	-16.292	8.119	12.199	0.005	-0.003	0.004
Si	-19.009	10.844	12.21	0.001	0.001	0.003
Si	-16.295	-2.767	12.19	-0.013	-0.001	-0.001
Si	-13.585	-0.043	12.194	0.001	0.004	-0.001
Si	-10.873	2.687	12.167	0.003	0.003	-0.001
Si	-13.576	5.401	12.18	0.003	-0.002	-0.005
Si	-10.875	8.131	12.176	0	0.007	0.003
Si	-13.582	10.845	12.188	0.002	-0.001	0.001
Si	-10.885	-2.747	12.184	-0.002	-0.004	-0.004
Si	-8.18	-0.012	12.154	0	-0.006	-0.006
Si	-5.455	2.711	12.155	0.001	-0.001	-0.003
Si	-8.166	5.427	12.165	0.011	0.008	0.001
Si	-5.471	8.159	12.159	0.007	0.004	-0.004
Si	-8.186	10.868	12.167	-0.001	-0.013	0.001
Si	-5.47	-2.715	12.156	-0.005	-0.009	0.004
Si	-2.732	0.016	12.163	0.01	0.018	-0.001
Si	-0.026	2.737	12.187	0.005	-0.007	0.001
Si	-2.756	5.439	12.159	0.008	-0.004	0
Si	-0.029	8.164	12.172	0	0.003	-0.007
Si	-2.755	-5.43	12.167	-0.01	-0.002	0.001
Si	-0.021	-2.693	12.191	0.005	0.006	-0.002
Si	1.332	1.382	13.562	0.003	0.007	0.007
Si	4.036	4.087	13.607	0.015	0	0.004
Si	1.311	6.809	13.559	-0.004	0.012	0.001
Si	4.035	9.571	13.59	-0.008	0.017	0.002
Si	1.337	-4.041	13.57	0.003	-0.014	0.001
Si	4.049	-1.318	13.615	-0.005	-0.002	0.008
Si	6.737	1.382	13.654	0.013	0.002	-0.002
Si	9.464	4.127	13.658	0.01	-0.007	-0.004
Si	6.757	6.846	13.633	-0.004	-0.007	0.009
Si	9.474	-6.756	13.671	0.014	-0.003	-0.001
Si	6.761	-4.023	13.639	-0.007	0.003	0.005
Si	9.44	-1.308	13.659	-0.008	0.02	-0.001
Si	12.189	1.406	13.696	0.004	-0.009	0.006
Si	14.913	4.13	13.708	-0.003	0.002	-0.002
Si	12.191	-9.481	13.703	0.015	0.009	0.003
Si	14.938	9.568	13.684	0	-0.002	-0.005
Si	12.169	-4.058	13.681	0.008	0.011	0.004
Si	14.911	-1.329	13.698	-0.004	0.005	-0.005
Si	17.653	1.396	13.697	-0.008	0.001	0.003
Si	20.397	4.113	13.692	0.005	-0.01	0
Si	17.665	6.835	13.714	0	0.006	0.01
Si	20.387	9.536	13.71	0	0.006	0.001
Si	17.673	-4.053	13.726	-0.004	-0.019	0.002
Si	20.404	-1.339	13.714	0.007	-0.009	0.003
Si	23.122	1.368	13.673	0.012	0.011	-0.008
Si	25.854	4.093	13.639	-0.004	0.007	0.001
Si	23.127	6.829	13.682	-0.014	0.015	0.002
Si	25.876	9.539	13.666	0	-0.006	0.003
Si	23.15	-4.073	13.688	0.019	-0.018	-0.002
Si	25.879	-1.365	13.664	0.001	-0.008	0.004
Si	28.611	1.354	13.628	-0.008	0	0.004
Si	31.33	4.078	13.616	-0.004	0	-0.002
Si	28.612	6.829	13.646	-0.005	-0.013	0.003
Si	31.323	9.516	13.61	-0.003	-0.006	0.004
Si	28.592	-4.079	13.618	-0.008	0.006	-0.001
Si	31.331	-1.383	13.585	0.009	-0.008	-0.007
Si	34.04	1.352	13.582	-0.012	0.007	0.002
Si	-28.512	4.076	13.579	0.007	-0.01	-0.002
Si	34.05	6.773	13.573	0.016	-0.008	-0.004
Si	-28.524	9.485	13.595	-0.012	0.01	0.006
Si	34.04	-4.116	13.626	-0.003	0.015	0.006
Si	-28.513	-1.39	13.605	-0.008	-0.002	0.009
Si	-25.798	1.333	13.569	0.01	-0.003	-0.012
Si	-23.11	4.038	13.575	-0.006	0.006	0.002
Si	-25.806	6.798	13.591	-0.015	0.004	0.005
Si	-23.086	9.491	13.597	-0.005	0.005	0.008
Si	-25.79	-4.125	13.57	0.001	-0.003	0.001
Si	-23.062	-1.406	13.561	-0.003	-0.006	-0.004
Si	-20.356	1.305	13.558	-0.001	-0.004	0.003
Si	-17.637	4.025	13.565	-0.01	-0.014	0.004
Si	-20.378	6.759	13.568	-0.013	0.014	0.004
Si	-17.648	9.479	13.565	-0.008	0.001	-0.003
Si	-20.373	-4.131	13.586	0.002	0.006	0.004
Si	-17.668	-1.438	13.559	0.012	0.005	-0.002
Si	-14.939	1.293	13.579	-0.005	-0.006	0.011
Si	-12.226	4.027	13.545	-0.001	0.004	-0.002
Si	-14.931	6.748	13.557	0.003	-0.012	0.001
Si	-12.237	9.475	13.552	-0.007	0	0.004
Si	-14.935	-4.119	13.561	-0.004	-0.006	0.001
Si	-12.234	-1.401	13.574	-0.002	-0.002	0.006
Si	-9.528	1.329	13.549	-0.004	0.004	0.005
Si	-6.817	4.055	13.528	0.01	-0.002	0.003
Si	-9.519	6.773	13.548	-0.003	-0.014	0.01
Si	-6.833	9.509	13.53	-0.004	-0.001	0
Si	-9.539	-4.105	13.556	0.001	0.002	0.007
Si	-6.833	-1.359	13.526	-0.01	0.022	0.002
Si	-4.093	1.369	13.532	0.006	-0.013	0
Si	-1.41	4.088	13.537	-0.011	0.01	0
Si	-4.128	6.786	13.52	-0.006	0.003	0.003
Si	-1.394	9.521	13.519	0.018	-0.019	0.001
Si	-4.124	-4.073	13.527	0.008	0.009	0.01
Si	-1.375	-1.323	13.551	0.003	-0.008	0.008
Si	-0.025	0.048	14.941	0.005	-0.002	0.003
Si	2.687	2.702	14.966	0.002	-0.007	-0.005
Si	-0.067	5.444	14.908	0.004	-0.009	0.002
Si	2.67	8.182	14.909	0.001	-0.006	-0.001
Si	-0.039	-5.429	14.877	-0.007	-0.001	-0.002
Si	2.694	-2.683	14.962	-0.009	0.001	0.003
Si	5.388	0.018	15.039	-0.003	-0.002	0.007
Si	8.1	2.759	14.996	0.009	0.01	0
Si	5.402	5.454	14.96	-0.001	0.005	-0.006
Si	8.113	8.208	15.019	-0.007	0.006	0.001
Si	5.385	10.941	14.973	0.003	-0.009	0.005
Si	8.084	-2.65	15.04	0.009	0.004	-0.002
Si	10.787	0.057	15.022	0	-0.012	-0.004
Si	13.542	2.78	15.061	-0.001	-0.001	-0.005
Si	10.802	5.486	15.05	-0.003	0.001	0.005
Si	13.572	-8.097	15.031	0.009	-0.006	0.005
Si	10.804	-5.391	15.07	-0.004	-0.011	0.003
Si	13.532	-2.698	15.023	0	-0.008	0.003
Si	16.283	0.038	15.041	-0.004	-0.007	0.003
Si	19.023	2.765	15.035	0.002	0.007	-0.001
Si	16.279	5.496	15.06	-0.008	-0.01	-0.001
Si	19.035	8.181	15.085	-0.001	-0.007	0.007
Si	16.308	10.898	15.066	-0.008	0.006	0.005
Si	19.042	-2.687	15.082	-0.002	0.007	0.003
Si	21.779	0.02	15.056	0.004	0.002	0.006
Si	24.478	2.749	14.993	-0.008	0.002	-0.001
Si	21.752	5.488	15.038	0.003	-0.003	0.002
Si	24.5	8.195	15.016	-0.003	0.001	0.001
Si	21.758	10.912	15.035	0.004	-0.002	-0.001
Si	24.539	-2.733	15.035	-0.014	0.001	0.005
Si	27.262	-0.007	14.989	0.004	0.004	0.014
Si	29.98	2.713	14.969	0.009	-0.002	0.007
Si	27.232	5.46	14.958	-0.014	0.011	-0.001
Si	29.969	8.204	15.007	0.007	0.011	0.008
Si	27.249	10.902	15.008	0.001	0.007	0.008
Si	29.975	-2.734	14.942	0.001	-0.002	-0.001
Si	32.689	-0.024	14.924	-0.015	-0.01	0.009
Si	35.401	2.722	14.919	0.005	0.005	0.007
Si	32.69	5.454	14.951	0.01	0.01	0.006
Si	35.4	8.105	14.944	-0.008	-0.008	0.003
Si	32.68	10.835	14.992	-0.016	-0.02	0.008
Si	35.419	-2.766	14.97	-0.001	-0.01	0.004
Si	-27.134	-0.023	14.939	0.011	0.012	0.005
Si	-24.469	2.688	14.952	-0.018	-0.003	0.004
Si	-27.167	5.446	14.947	0.001	-0.004	0.003
Si	-24.451	8.146	14.969	-0.018	0.003	0.005
Si	-27.152	10.844	14.934	0.009	-0.006	0.006
Si	-24.401	-2.786	14.911	0.008	0.003	0.001
Si	-21.702	-0.057	14.925	0.009	-0.011	0.007
Si	-18.98	2.639	14.919	0.009	0.005	0.003
Si	-21.744	5.39	14.92	-0.003	-0.006	0.008
Si	-19.015	8.12	14.921	0.017	0	0.009
Si	-21.724	10.837	14.973	-0.01	0.003	0.004
Si	-19.013	-2.79	14.957	0.001	-0.003	-0.002
Si	-16.306	-0.104	14.922	-0.02	-0.017	0
Si	-13.545	2.638	14.93	0.004	0.003	0.009
Si	-16.263	5.366	14.93	0.012	0.023	-0.001
Si	-13.587	8.111	14.93	0.005	0.003	-0.006
Si	-16.286	10.836	14.93	0.01	0.007	-0.001
Si	-13.588	-2.769	14.948	-0.006	0.004	-0.007
Si	-10.869	-0.04	14.939	-0.004	0.008	-0.008
Si	-8.172	2.7	14.907	0.004	-0.003	-0.003
Si	-10.873	5.393	14.905	-0.01	-0.015	0.001
Si	-8.158	8.133	14.918	0.016	0.012	0.006
Si	-10.893	10.835	14.922	0.003	0.004	-0.004
Si	-8.191	-2.713	14.905	0.008	0	0
Si	-5.473	0.014	14.876	0.002	0.007	-0.005
Si	-2.76	2.74	14.922	0	-0.005	0.005
Si	-5.467	5.409	14.902	-0.008	-0.007	0.001
Si	-2.768	8.154	14.859	0.004	0.011	-0.003
Si	-5.504	-5.425	14.89	0.001	0.003	0.001
Si	-2.765	-2.692	14.869	-0.002	0	-0.008
O	4.588	-2.677	25.128	0.291	0.04	0.201
O	8.108	-0.304	-3.914	0.182	-0.107	0.039
O	1.541	-2.174	-6.009	0.532	-0.114	0.004
O	1.881	-2.258	24.911	-0.34	-0.261	-0.253
O	3.882	0.884	-4.045	0.284	0.144	-0.545
O	2.551	5.472	22.214	-0.226	-0.345	0.481
O	3.324	7.698	23.219	0.178	0.468	0.154
O	6.264	7.77	22.586	-0.611	-0.121	-0.009
O	1.874	2.267	-3.346	0.142	-0.037	0.424
O	0.124	-7.846	22.125	-0.271	-0.21	0.439
O	3.959	-4.154	23.171	-0.265	-0.099	0.284
O	5.427	-1.98	22.696	-0.602	0.157	-0.219
O	9.733	-0.579	25.348	0.132	-0.096	0.04
O	12.481	1.62	-2.694	-0.342	-0.676	0.244
O	12.958	-3.29	-7.034	0.371	0.36	-0.565
O	10.891	2.765	22.135	-0.071	-0.231	0.192
O	6.731	6.966	25.031	0.353	-0.059	0.232
O	10.794	-8.002	22.272	-0.047	0.146	0.482
O	12.493	-6.105	23.008	-0.341	0.153	0.321
O	7.443	-6.291	23.039	0.371	-0.276	0.408
O	9.331	1.159	23.367	0.193	0.339	0.19
O	9.118	-4.276	23.139	0.137	0.177	0.405
O	10.93	-2.644	22.266	0.07	0.017	0.432
O	14.969	-6.83	23.308	-0.132	0.055	-0.063
O	6.812	4.007	-5.654	-0.371	0.096	0.618
O	16.155	2.707	22.227	-0.25	0.158	0.226
O	12.94	4.084	22.914	0.172	-0.374	0.226
O	16.223	7.392	22.69	0.236	-0.134	-0.126
O	17.28	1.025	24.939	0.41	0.278	-0.379
O	16.467	0.717	-4.842	0.128	0.37	0.004
O	17.698	-0.415	22.779	0.804	0.561	0.017
O	17.783	4.461	23.36	-0.073	0.047	-0.156
O	28.514	-1.269	-5.331	0.4	0.316	-0.09
O	21.765	2.745	-4.876	0.376	0.065	0.398
O	24.042	6.876	-4.837	-0.401	-0.656	0.36
O	17.601	-6.847	23.312	0.293	0.055	0.657
O	19.169	-5.306	22.105	-0.11	-0.13	0.479
O	27.95	-3.869	-5.354	0.582	-0.432	-0.205
O	28.632	1.367	24.081	0.378	0.278	-0.194
O	26.277	1.898	23.012	-0.242	0.16	0.411
O	24.729	0.583	26.05	0.095	0.07	0.088
O	21.936	2.761	22.086	0.15	-0.041	0.439
O	23.985	4.412	22.601	0.678	0.448	-0.239
O	26.258	6.111	23.122	0.064	-0.644	0.077
O	21.88	-8.12	22.242	-0.126	-0.046	0.196
O	19.745	4.672	25.161	0.085	-0.524	0.488
O	25.815	8.096	-6.192	0.243	-0.058	-0.33
O	22.381	0.74	24.944	0.134	-0.013	-0.255
O	27.136	-3.802	22.887	0.527	0.574	-0.064
O	24.933	-1.569	24.475	0.025	0.427	-0.597
O	30.873	-6.145	-5.508	-0.091	0.551	0.19
O	32.333	2.334	22.145	0.092	0.008	0.341
O	27.038	3.06	25.282	-0.296	0.274	0.009
O	28.212	3.684	22.98	0.153	-0.051	0.125
O	29.952	5.432	22.177	-0.099	0.12	0.516
O	27.32	8.177	22.121	-0.351	-0.017	0.351
O	28.593	-6.048	23.09	0.375	-0.029	0.093
O	31.626	-4.223	23.347	-0.054	-0.605	0.109
O	-32.14	-2.547	22.168	-0.037	0.081	0.356
O	-28.259	-1.159	-5.381	-0.187	-0.184	0.239
O	-29.591	-4.61	25.691	0.032	0.074	-0.496
O	-23.001	1.996	23.033	-0.357	0.571	0.429
O	30.375	0.24	22.106	0.073	-0.097	0.559
O	-22.646	7.83	-4.447	0.107	-0.374	0.201
O	-22.504	-6.143	25.116	-0.323	-0.129	-0.423
O	-29.976	-5.446	22.244	-0.064	0.056	0.186
O	-28.553	-3.366	22.967	0.36	-0.228	0.429
O	-26.908	-1.411	22.708	0.252	0.109	0.162
O	-24.661	0.071	22.221	-0.088	0.253	0.388
O	-27.076	2.759	21.711	-0.004	0.144	0.265
O	-25.173	4.204	22.645	0.27	-0.122	0.488
O	-23.283	6.101	22.81	0.371	0.067	0.25
O	-25.535	6.324	24.085	-0.487	0.003	-0.331
O	-20.515	7.513	-6.135	0.12	-0.27	0.493
O	-21.774	-5.485	-0.444	-0.12	0.019	-0.603
O	-24.364	-5.467	21.761	0.111	-0.206	-0.056
O	-10.729	0.636	25.141	0.408	0.268	0.302
O	-15.528	3.784	23.032	-0.184	0.279	0.389
O	-17.568	3.779	-5.671	-0.614	-0.121	-0.033
O	-20.667	3.165	22.963	0.323	0.011	0.23
O	-5.374	-6.002	-6.047	-0.212	-0.109	0.481
O	-16.232	4.418	-3.545	-0.051	-0.204	0.452
O	-21.721	8.077	22.13	-0.288	0.154	0.367
O	-16.997	-4.978	-3.731	-0.049	-0.327	-0.399
O	-20.323	6.674	-2.888	-0.66	0.307	-0.131
O	-17.478	-7.711	23.998	0.002	0.491	-0.446
O	-18.227	-4.576	23.32	0.168	0.072	0.449
O	-16.367	-2.903	22.37	0.21	-0.044	0.554
O	-14.537	-1.271	23.307	0.596	-0.208	0.459
O	-12.098	0.618	22.91	-0.558	-0.263	0.152
O	-13.731	5.391	22.038	-0.156	-0.086	0.284
O	-14.523	-4.894	-6.745	-0.057	0.181	0.313
O	-12.019	7.04	23.013	-0.017	0.28	0.074
O	-19.01	5.162	22.168	-0.08	0.189	0.345
O	-11.167	5.825	-4.386	-0.173	0.098	0.27
O	-12.018	5.233	25.002	-0.183	-0.318	-0.266
O	-13.672	-5.734	22.153	-0.123	0.015	0.213
O	-12.17	-4.106	23.323	-0.004	-0.017	0.527
O	-9.544	-0.403	22.995	0.401	0.271	0.085
O	-6.624	1.028	23.579	-0.143	-0.315	0.243
O	-10.822	2.692	22.175	-0.026	0.051	0.357
O	-7.905	2.735	25.004	-0.459	0.104	-0.115
O	-12.304	2.636	25.719	-0.562	0.005	-0.104
O	-7.695	7.155	23.179	0.027	-0.119	0.222
O	-10.055	-2.892	22.539	0.123	-0.581	-0.224
O	-6.081	-3.946	22.843	0.022	-0.097	0.36
O	-3.918	-4.166	24.378	0.273	0.024	0.257
O	-0.887	1.633	23	0.146	-0.164	0.376
O	1.072	3.422	22.854	0.181	-0.438	0.327
O	-3.711	4.977	22.782	-0.16	0.095	0.109
O	-1.346	4.162	23.408	-0.316	-0.031	0.07
O	-1.679	6.732	23.049	-0.444	0.322	0.424
O	-5.489	-8.092	22.192	0.118	0.033	0.454
O	-3.694	-6.419	23.059	-0.052	0	0.166
O	-2.73	-0.07	22.239	0.155	-0.161	0.111
O	3.955	-3.431	-1.175	0.175	-0.047	-0.326
O	-0.141	-2.762	22.061	-0.116	-0.099	0.245
O	5.846	1.413	-6.31	-0.474	-0.196	0.59
O	1.399	-0.813	22.822	0.281	0.427	0.035
O	0.106	2.788	25.152	0.63	0.041	0.108
O	8.721	6.907	23.162	0.138	-0.074	0.138
O	-2.784	5.579	25.119	-0.397	0.059	-0.034
O	10.379	0.441	-1.178	-0.038	0.029	-0.278
O	12.336	-1.263	-1.212	0.263	0.306	-0.191
O	9.301	4.515	-2.903	-0.238	0.415	0.35
O	14.08	5.077	25.053	0.691	0.216	0.089
O	-27.71	-1.835	-2.94	0.383	0.322	0.197
O	28.914	-7.123	-1.218	0.187	-0.147	-0.126
O	3.684	7.556	-1.179	0.267	-0.056	-0.296
O	14.129	5.483	-3.968	0.239	0.211	0.221
O	8.174	-5.182	25.341	-0.123	0.17	0.436
O	-31.771	3.681	-1.48	-0.381	-0.685	-0.162
O	14.003	-0.039	-4.372	0.2	0.049	0.605
O	-24.765	6.884	-3.115	-0.582	0.192	-0.425
O	14.537	3.036	-3.425	0.243	-0.31	-0.09
O	6.085	-2.197	-3.805	0.421	-0.191	0.02
O	-28.398	1.348	23.22	0.314	-0.262	0.412
O	20.33	1.1	23.381	-0.645	-0.052	0.178
O	-9.131	4.376	23.387	-0.045	0.227	0.049
O	15.323	-3.689	-5.925	0.314	-0.294	0.387
O	11.685	5.913	24.304	-0.213	0.033	-0.332
O	20.227	-2.566	-5.63	-0.145	0.015	-0.381
O	15.298	-0.548	24.029	-0.077	-0.281	0.129
O	-20.569	-4.416	24.637	0.095	0.606	0.151
O	17.853	1.198	-2.664	-0.156	-0.031	0.072
O	20.365	-3.69	-1.19	0.175	0.388	-0.179
O	18.742	-3.069	-3.142	0.044	0.141	-0.654
O	-30.875	-1.489	-1.411	0.175	0.086	-0.069
O	19.991	1.721	-1.232	0.169	0.136	-0.219
O	17.856	4.968	-7.088	0.034	0.312	-0.111
O	19.323	-5.587	-2.673	0.282	0.125	-0.305
O	-27.102	-6.301	-5.475	-0.519	-0.49	0.324
O	26.141	-0.095	-5.724	-0.168	-0.32	-0.229
O	23.328	6.634	-1.838	0.383	-0.356	-0.293
O	23.912	-1.002	-4.816	-0.204	0.013	0.08
O	23.634	-7.379	-0.623	-0.088	0.09	-0.441
O	-25.727	-0.971	-4.536	-0.013	0.123	0.349
O	24.417	-7.624	-3.036	0.626	0.573	-0.19
O	24.533	0.142	22.098	0.03	-0.064	0.551
O	23.806	-6.789	-5.357	-0.343	0.689	-0.154
O	29.681	-0.453	25.642	-0.31	-0.212	0.437
O	32.283	0.301	25.439	0.427	-0.174	-0.327
O	28.979	6.713	-5.573	-0.112	0.371	-0.061
O	25.525	5.371	-6.406	-0.379	-0.148	0.494
O	17.589	-2.338	-0.938	-0.004	-0.588	0.097
O	24.362	2.75	-0.315	-0.095	-0.033	-0.267
O	-29.206	-4.815	-5.878	-0.153	0.388	0.187
O	13.785	-4.417	-2.327	-0.414	0.043	0.586
O	21.051	6.275	-0.566	0.211	0.099	-0.026
O	31.953	7.052	22.825	0.296	-0.371	0.185
O	-18.062	-0.509	-2.986	-0.62	-0.02	0.323
O	31.812	-3.546	-7.091	-0.18	-0.169	0.117
O	27.179	5.432	-0.353	-0.073	0.093	-0.451
O	-15.703	6.921	24.995	-0.037	-0.408	-0.081
O	30.707	-4.449	25.753	0.334	-0.332	0.082
O	-32.067	-3.969	25.54	-0.011	-0.439	0.082
O	-29.744	-1.08	22.362	-0.027	0.312	0.169
O	-23.743	4.378	-2.919	-0.018	-0.402	0.267
O	-1.315	-3.299	-1.762	-0.105	0.317	-0.125
O	-23.819	7.947	25.263	0.209	0.043	-0.285
O	-26.426	4.719	-5.084	-0.138	0.355	0.125
O	-24.701	-3.887	-3.249	-0.059	0.116	-0.044
O	-21.13	-0.962	-1.123	0.1	-0.286	-0.114
O	-6.934	-3.348	-1.295	0.065	0.4	-0.181
O	-19.137	2.826	-0.378	0.2	0.098	-0.218
O	-28.201	3.875	24.376	0.619	0.184	-0.412
O	-28.19	-6.415	24.584	-0.393	0.159	-0.281
O	-17.316	1.503	-1.477	0.425	0.263	-0.419
O	13.02	3.78	-1.26	0.134	0.159	-0.265
O	32.526	5.088	-3.742	-0.542	0.046	0.176
O	-20.636	-1.585	23.373	-0.229	-0.493	0.197
O	25.165	-3.877	-1.028	0.155	-0.454	-0.211
O	30.923	8	-6.92	0.317	-0.205	-0.313
O	27.448	0.072	-3.16	0.392	0.234	-0.224
O	-12.444	-3.787	-1.643	0.123	-0.042	-0.471
O	-31.635	6.917	-5.299	0.237	-0.029	-0.096
O	-23.512	-3.692	-1.032	0.22	-0.321	0.008
O	26.065	-5.585	-6.191	0.033	-0.372	-0.069
O	-9.481	-5.035	-5.389	0.781	-0.507	0.094
O	6.536	-3.971	23.814	0.016	0.192	0.004
O	-17.878	-3.854	-1.732	0.049	0.131	-0.31
O	-14.849	1.311	23.395	0.271	0.126	-0.326
O	17.61	-2.377	-5.846	-0.22	-0.43	0.453
O	-9.397	-6.972	-1.538	0.551	-0.127	-0.368
O	-21.83	3.013	25.313	0.28	-0.336	0.366
O	-14.599	-6.041	-3.717	0.578	0.444	0.069
O	-10.43	-8.132	-3.607	0.086	0.276	-0.293
O	9.206	-4.227	-1.31	-0.721	-0.186	-0.126
O	-18.895	4.52	-3.481	0.07	-0.401	0.052
O	-21.128	0.774	24.292	0.133	0.036	-0.103
O	-23.045	0.806	-1.396	0.079	0.185	-0.317
O	-14.154	-0.201	-5.291	-0.019	0.171	-0.526
O	-26.778	-3.896	-6.393	-0.246	0.194	0.074
O	-7.193	6.81	-1.591	-0.416	0.583	-0.142
O	-6.587	-3.657	-5.684	-0.531	-0.253	0.091
O	-7.294	4.266	-2.394	0.426	0.055	-0.032
O	14.451	-4.279	23.055	-0.271	0.337	0.303
O	-18.87	-5.279	-6.933	0.367	0.347	0.004
O	-17.385	1.909	22.943	-0.237	0.474	0.449
O	-1.98	-5.927	25.015	-0.067	-0.393	0.004
O	21.129	5.962	-3.104	-0.235	-0.379	-0.404
O	-6.044	-2.76	25.086	-0.194	-0.128	-0.103
O	-8.098	-5.445	22.079	0.015	0.103	0.412
O	-9.115	-1.858	-1.479	-0.424	-0.021	-0.343
O	31.989	-5.158	-3.303	-0.068	0.66	-0.54
O	-31.599	4.115	23.286	-0.063	0.417	0.109
O	29.063	7.354	25.302	-0.207	-0.151	-0.762
O	-6.157	5.972	-3.918	0.129	-0.271	-0.116
O	1.526	7.445	25.272	-0.208	-0.254	-0.231
O	-15.113	-7.776	22.943	0.263	0.206	0.596
O	-22.599	-7.115	-6.634	-0.447	-0.071	-0.201
O	-13.659	5.076	-3.69	-0.218	0.398	-0.173
O	5.996	0.333	-2.854	0.49	0.631	-0.219
O	-2.487	-2.984	-4.156	-0.004	-0.449	-0.342
O	20.81	-1.331	24.297	-0.612	-0.244	-0.03
O	-12.269	0.678	-3.734	0.417	-0.045	0.125
O	-4.448	-1.901	23.101	0.127	0.241	0.444
O	11.328	-4.007	-2.935	-0.015	-0.255	-0.13
O	-2.132	-7.665	-3.768	0.028	0.545	-0.088
O	-21.461	4.537	-4.098	0.359	0.041	-0.17
O	28.273	1.255	-6.317	0.211	0.287	0.592
O	-17.641	6.325	-4.888	-0.513	0.056	-0.624
O	4.533	0.06	25.367	0.622	-0.036	-0.313
O	-0.474	2.059	-4.651	0.55	-0.364	0.538
O	-16.619	-1.006	-5.152	0.113	-0.322	-0.63
O	-20.815	-4.088	-5.804	-0.364	0.481	0.004
O	-1.838	-4.573	22.821	-0.036	-0.067	0.178
O	-0.003	1.845	-7.194	-0.094	-0.205	-0.708
O	1.735	-2.047	-1.398	-0.144	-0.381	-0.056
O	1.652	3.666	-1.242	0.17	-0.567	0.025
O	-0.344	-0.757	24.863	-0.378	-0.124	-0.346
O	-1.512	4.354	-5.475	0.394	-0.008	-0.281
O	4.714	-3.325	-5.815	-0.09	-0.112	-0.115
O	3.467	-2.833	-3.571	-0.483	-0.207	-0.526
O	28.902	3.713	-1.38	0.539	-0.075	-0.036
O	22.706	-1.739	22.619	0.301	-0.21	-0.189
O	31.009	1.531	-1.405	-0.144	0.328	-0.049
O	23.702	-6.37	23.086	-0.107	0.391	0.019
O	-15.602	0.322	-3.164	0.345	0.032	0.217
O	6.649	6.69	-5.472	0.332	0.203	-0.148
O	7.22	-1.508	-1.535	0.131	-0.303	-0.157
O	-8.257	-7.473	25.21	0.193	0.329	-0.153
O	28.743	4.745	-3.835	0.297	-0.086	-0.178
O	4.139	7.331	25.632	0.079	-0.483	0.362
O	9.684	5.771	26.032	-0.458	-0.029	-0.53
O	25.092	-3.858	25.62	0.407	-0.365	0.007
O	10.251	-5.685	-4.899	0.745	-0.059	0.039
O	-10.401	-3.542	25.212	0.495	-0.059	-0.084
O	11.505	-0.525	-3.531	-0.123	0.498	-0.142
O	-10.903	-5.549	-3.322	-0.413	0.126	-0.138
O	8.389	5.66	-7.126	-0.085	0.167	-0.398
O	-11.651	-1.6	24.079	-0.788	-0.061	0.045
O	-32.206	-7.179	-4.291	0.074	0.228	0.376
O	-4.503	3.015	-4.415	-0.062	0.36	-0.054
O	-14.439	-7.929	-1.156	-0.069	-0.47	-0.009
O	-32.581	-2.055	-3.412	0.233	0.096	-0.346
O	-12.567	6.622	-1.48	-0.187	-0.35	-0.379
O	-10.887	-0.028	-0.623	-0.166	-0.066	-0.587
O	-31.307	1.695	-5.902	0.251	-0.228	-0.101
O	28.094	-4.468	25.186	-0.287	0.495	0.175
O	12.03	1.629	-5.446	-0.275	-0.25	-0.251
O	14.005	1.287	22.81	-0.368	0.478	-0.002
O	9.037	2.646	-0.99	0.232	0.048	-0.116
O	-23.243	-1.617	-2.592	-0.099	0.063	-0.454
O	24.848	7.946	24.177	-0.081	-0.157	-0.288
O	26.559	6.824	25.772	-0.214	0.367	0.262
O	-10.798	5.229	-0.406	0.094	0.024	-0.228
O	-12.479	1.911	-1.458	-0.26	0.52	-0.093
O	20.841	-3.603	23.034	0.078	-0.185	0.575
O	-4.917	1.042	-6.17	-0.45	-0.379	-0.076
O	19.862	-8.103	-2.386	0.139	-0.334	0.131
O	-19.012	0.015	22.157	-0.181	0.046	0.053
O	7.049	4.161	-1.548	-0.384	0.038	-0.5
O	-28.394	6.849	-1.54	0.597	-0.041	-0.352
O	-30.536	5.68	-2.455	-0.175	-0.062	0.234
O	23.317	-1.959	-1.074	-0.348	-0.246	-0.447
O	20.826	-5.066	-6.258	0.095	-0.091	-0.232
O	1.558	-7.266	-1.515	-0.225	-0.226	-0.286
O	-27.142	-0.1	-0.494	-0.134	-0.071	-0.196
O	16.341	-3.96	-2.759	0.118	-0.02	-0.578
O	-25.089	0.197	-6.878	0.218	-0.066	-0.292
O	26.235	1.268	-1.234	0.065	-0.105	0.068
O	24.561	5.389	24.919	-0.354	0.009	0.129
O	-9.365	3.199	-1.289	-0.125	-0.242	-0.231
O	-8.498	2.283	-3.671	-0.327	-0.278	-0.074
O	31.599	-1.261	-5.672	0.133	0.473	-0.107
O	7.675	-0.794	23.465	0.2	-0.256	0.235
O	15.179	-6.547	-2.471	0.178	-0.243	-0.621
O	28.575	-1.156	23.316	-0.431	-0.733	0.333
O	32.546	1.618	-3.65	0.082	-0.145	0.041
O	28.721	7.216	-2.955	-0.574	0.172	0.064
O	-17.639	-7.418	-5.832	-0.001	0.028	0.1
O	-25.652	4.993	-1.33	-0.429	0.385	-0.083
O	-30.858	3.43	-3.883	0.076	0.156	-0.31
O	-1.649	-0.814	-2.967	-0.094	0.13	-0.209
O	-11.937	-5.65	-6.184	-0.005	-0.026	0.227
O	-19.299	-2.572	-0.221	-0.012	0.01	-0.032
O	29.886	-2.767	-0.206	-0.004	-0.083	-0.361
O	9.92	-1.927	-2.111	-0.352	0.217	0.029
O	-16.438	5.548	-0.35	-0.148	0.145	-0.538
O	2.266	1.706	-5.916	0.548	-0.106	-0.256
O	-22.682	-4.19	23.175	0.23	0.389	0.182
O	-25.777	2.543	-6.176	-0.322	-0.161	0.189
O	6.795	5.148	23.098	0.153	-0.194	0.476
O	-5.437	2.186	25.743	0.394	0.026	-0.362
O	-23.296	6.302	-1.143	0.482	-0.235	-0.055
O	-3.921	5.535	-5.205	-0.562	-0.349	0.214
O	-10.773	-5.264	-0.267	0.198	0.358	-0.238
O	-27.668	0.816	-6.952	-0.194	0.167	0.254
O	-27.447	0.685	-3.591	0.242	0.216	-0.295
O	27.774	-2.559	-3.136	0.057	-0.399	0.129
O	-19.079	-0.366	-5.437	-0.019	0.147	-0.118
O	12.733	6.8	-5.608	0.486	-0.248	-0.349
O	-16.132	1.582	-5.429	-0.329	0.03	-0.06
O	5.753	-7.42	-4.294	0.57	0.188	0.082
O	-30.143	-8.116	-0.356	-0.336	-0.187	-0.528
O	2.067	-4.642	-6.892	-0.249	-0.108	0.29
O	-1.916	1.194	-1.236	0.114	0.515	0.026
O	13.501	3.706	-5.888	-0.028	0.396	-0.427
O	5.452	-1.244	-7.069	0.098	-0.136	0.437
O	-22.43	-4.833	-3.912	-0.101	0.421	0.52
O	-3.498	-1.068	-1.335	-0.194	-0.432	-0.244
O	26.683	6.406	-4.341	-0.1	-0.218	0.356
O	30.675	7.26	-1.185	-0.229	0.006	-0.45
O	-3.585	-7.143	-1.588	-0.058	0.425	-0.159
O	-19.747	-4.727	-3.428	-0.293	-0.203	0.333
O	-20.737	4.476	-1.537	-0.319	0.208	-0.245
O	-21.667	-1.413	25.863	-0.309	0.28	-0.066
O	18.078	3.506	-1.275	-0.201	-0.051	-0.447
O	22.76	-3.311	-5.587	-0.018	-0.089	-0.192
O	12.765	-0.981	23.199	0.092	-0.205	0.581
O	-29.238	5.965	23.272	-0.483	-0.015	-0.049
O	-25.851	-6.725	23.264	0.505	0.404	0.249
O	14.625	1.686	-1.179	-0.119	-0.161	-0.404
O	4.776	6.47	-3.704	0.144	-0.133	0.322
O	-27.892	1.726	25.781	0.414	-0.032	-0.015
O	-27.697	7.953	22.89	-0.013	-0.123	-0.405
O	16.74	-1.284	-3.136	-0.435	0.248	-0.239
O	-29.902	7.948	-3.556	0.065	0.374	0.266
O	-6.76	2.874	-5.591	0.144	0.281	0.111
O	15.481	5.984	-7.117	-0.32	-0.005	-0.298
O	-28.264	6.258	25.772	0.07	0.17	-0.213
O	19.437	1.94	-5.839	-0.718	0.092	0.063
O	5.37	5.641	-0.402	0.087	0.103	-0.03
O	-14.685	4.042	-1.434	0.476	-0.311	-0.022
O	-31.853	-7.114	23.171	0.088	0.001	0.267
O	22.127	4.394	24.367	-0.17	-0.54	-0.1
O	-2.207	3.366	-3.163	0.215	0.202	0.735
O	11.431	7.781	26.086	0.093	0.235	-0.282
O	16.297	-8.02	25.275	-0.509	0.181	0.208
O	18.699	-6.624	-5.945	-0.543	0.195	0.341
O	-28.144	3.161	-3.703	-0.008	-0.042	0.156
O	-28.725	1.75	-1.523	-0.175	0.509	0.084
O	8.27	3.533	25.897	0.017	0.117	-0.51
O	5.594	-5.413	-0.447	-0.282	0.144	-0.576
O	-3.01	-7.14	-6.252	0.137	0.399	-0.425
O	28.099	-1.044	-0.969	-0.046	0.504	-0.072
O	-32.53	3.004	25.596	-0.44	0.202	0.016
O	3.646	1.26	23.176	-0.297	-0.001	-0.101
O	-3.635	1.066	-3.027	-0.591	-0.105	-0.601
O	24.005	1.487	-5.86	0.366	0.353	-0.045
O	13.046	-7.17	-1.013	-0.115	0.168	-0.366
O	21.65	0.747	-6.523	0.2	-0.458	0.026
O	0.243	4.284	-3.464	-0.032	0.57	0.206
O	-8.745	6.13	-3.574	-0.14	-0.236	-0.163
O	25.123	1.13	-3.62	-0.459	0.453	0.417
O	13.807	6.516	22.856	-0.116	0.109	0.2
O	27.089	-0.303	25.338	0.042	0.236	0.365
O	17.416	-1.63	24.954	0.157	-0.416	-0.329
O	0.123	-0.092	-0.415	0.065	0.1	-0.261
O	16.325	-2.617	22.141	0.012	0.08	0.058
O	-25.152	-8.083	-5.222	-0.291	-0.405	-0.087
O	-18.944	-6.245	25.408	0.039	0.19	0.502
O	0.025	5.553	-0.503	0.141	0.13	-0.168
O	-1.731	7.3	-1.493	0.458	-0.019	-0.152
O	9.034	-7.412	-3.346	0.525	0.284	0.238
O	19.528	3.108	-3.455	-0.044	0.448	0.128
O	-8.801	-4.205	-2.821	0.211	-0.433	0.283
O	10.721	-3.213	-5.641	-0.144	0.083	0.221
O	0.839	6.744	-6.605	-0.27	-0.162	0.319
O	-13.118	-1.844	-3.429	-0.161	-0.252	-0.083
O	7.722	2.34	-3.262	-0.659	0.122	0.043
O	10.559	8.085	-5.336	0.125	-0.146	0.024
O	-20.17	-7.358	-1.467	-0.288	-0.065	-0.477
O	21.708	-0.049	-0.314	-0.148	-0.118	-0.277
O	11.516	6.096	-3.389	-0.248	0.379	0.203
O	32.455	5.595	-0.269	0.239	-0.023	-0.347
O	9.272	7.26	-1.303	-0.152	0.299	-0.181
O	7.424	-7.161	-1.255	0.221	0.211	-0.313
O	-15.86	-0.126	25.318	-0.263	-0.552	0.087
O	-0.4	-0.397	-5.767	-0.018	-0.205	0.032
O	5.647	0.086	-0.096	-0.22	0.238	0.048
O	1.593	-0.241	-4.176	0.082	-0.413	0.603
O	-4.704	3.418	-7.153	-0.055	0.015	0.086
O	17.178	7.489	-5.78	0.026	-0.37	0.315
O	19.28	-0.556	-6.884	0.056	-0.186	-0.34
O	-7.713	5.291	25.583	0.292	0.241	-0.413
O	11.034	5.433	-0.436	-0.131	-0.025	-0.453
O	-23.241	-0.31	-5.216	0.071	-0.363	0.116
O	14.962	7.375	-1.242	0.106	-0.182	-0.264
O	2.995	-6.681	25.06	0.356	0.25	-0.104
O	1.381	4.083	-6.686	-0.276	0.032	0.236
O	11.089	-5.569	-0.241	-0.047	-0.129	-0.582
O	15.986	4.094	-5.393	0.628	-0.082	0.501
O	13.89	-2.854	-0.015	-0.1	0.099	-0.237
O	16.281	-0.135	-0.247	-0.109	-0.044	-0.57
O	-24.663	-2.297	-6.505	0.383	-0.388	0.177
O	-32.268	7.432	25.147	0.574	-0.238	0.068
O	-28.387	5.819	-3.932	0.361	0.25	-0.218
O	16.451	5.408	-0.364	-0.2	-0.281	-0.483
O	21.692	6.639	25.48	-0.065	0.322	-0.378
O	19.178	8.034	0.204	0.197	0.106	-0.391
O	22.772	-3.13	24.729	-0.498	-0.119	0.383
O	25.397	-3.111	-5.46	0.049	0.049	-0.01
O	17.683	-6.862	-1.159	-0.461	0.018	-0.388
O	25.699	-1.503	-1.982	-0.076	0.413	0.19
O	18.838	-0.543	-4.387	0.464	0.351	0.444
O	2.835	4.768	-3.247	0.375	-0.223	0.167
O	3.888	-0.857	-1.974	-0.119	0.114	0.471
O	-18.371	-2.741	-4.231	-0.028	-0.04	-0.456
O	3.364	2.439	25.602	-0.414	0.464	-0.07
O	31.328	5.641	-5.997	-0.218	-0.522	-0.14
O	-30.423	4.808	25.408	-0.393	0.293	0.383
O	-14.164	2.566	-3.434	-0.071	-0.214	-0.071
O	-9.976	3.962	25.907	-0.027	-0.428	0.53
O	13.214	-2.45	-3.957	0.141	0.064	-0.25
O	21.823	-5.537	-0.107	0.212	0.076	-0.226
O	3.043	5.872	-5.582	0.568	-0.17	-0.093
O	27.087	-5.499	-0.27	0.044	-0.093	-0.483
O	7.169	7.144	-2.923	0.051	-0.469	0.076
O	21.102	-4.093	-3.747	0.544	-0.146	0.214
O	-15.851	-5.76	-1.378	-0.327	-0.051	-0.126
O	29.946	2.4	-3.502	-0.201	0.032	-0.695
O	-5.318	2.864	22.326	-0.002	0.117	0.296
O	24.016	-3.134	-3.271	-0.34	-0.663	0.17
O	31.526	-2.095	24.883	-0.014	0.155	-0.174
O	20.005	4.498	-5.731	0.539	0.448	0.126
O	-31.915	-6.43	-1.304	0.229	0.036	-0.282
O	26.173	-6.031	24.056	-0.186	-0.316	0.235
O	-18.331	7.099	-1.218	0.384	-0.186	-0.04
O	30.664	-7.411	-3.221	-0.115	-0.14	-0.332
O	32.63	-0.036	-0.26	0.166	-0.115	-0.399
O	4.125	1.649	-1.458	-0.427	0.67	-0.387
O	-24.181	-6.702	-3.189	0.121	-0.024	0.629
O	0.077	-5.309	-0.67	-0.187	0.073	-0.133
O	-3.902	6.916	-2.938	-0.203	-0.459	0.211
O	30.191	-2.76	-4.094	0.166	-0.473	0.218
O	-15.067	3.846	-6.344	-0.11	0.245	0.219
O	-23.814	4.306	-5.501	0.324	0.26	-0.276
O	-4.976	-2.191	-4.242	0.048	0.311	0.514
O	8.9	-3.674	-3.892	-0.386	0.379	0.008
O	-30.023	-2.951	-3.42	0.055	-0.191	-0.691
O	-7.497	-2.123	-3.569	-0.323	0.398	-0.208
O	-11.807	-1.142	-5.607	-0.043	0.397	-0.547
O	-24.504	2.779	-0.427	-0.182	-0.075	-0.521
O	-22.863	2.243	-4.288	-0.33	-0.028	0.293
O	-10.914	-3.366	-6.86	0.118	0.041	-0.436
O	19.598	7.424	-4.833	0.02	-0.616	-0.127
O	-3.347	-1.164	-5.989	0.304	-0.169	-0.412
O	-24.803	-7.943	-0.325	-0.136	-0.03	-0.43
O	-28.514	-3.898	-1.458	-0.416	0.142	-0.177
O	-26.884	-5.752	-0.426	-0.086	-0.111	-0.582
O	-9.282	3.545	-5.857	-0.172	0.152	0.437
O	-13.322	0.22	25.292	0.11	-0.404	0.082
O	-11.707	3.306	-3.628	0.841	0.061	0.318
O	10.027	1.502	-3.804	-0.138	0.094	0.307
O	-21.131	1.138	-5.892	0.041	0.613	-0.36
O	-23.797	4.511	24.764	-0.164	-0.423	0.19
O	-4.246	3.344	-1.678	0.167	-0.372	-0.084
O	-26.447	-8.063	25.387	-0.231	0.034	0.253
O	-7.158	1.802	-1.439	0.2	-0.2	-0.41
O	-25.483	-2.023	-1.37	0.03	-0.283	-0.425
O	5.3	-4.791	-3.774	0.286	-0.143	0.1
O	-21.455	5.641	25.316	0.031	-0.05	-0.609
O	30.759	-0.225	-3.397	-0.605	-0.169	-0.179
O	-14.014	-1.936	-0.975	0.439	0.273	0.181
O	-15.867	8.043	-4.213	0.072	-0.293	0.245
O	13.438	7.923	-3.287	-0.251	0.272	-0.386
O	-21.508	0.188	-3.417	0.768	0.27	-0.088
O	-9.434	7.38	-5.791	0.04	0.574	0.052
O	0.674	-5.526	25.426	-0.15	0.187	-0.265
O	22.471	4.263	-1.317	0.085	-0.191	-0.373
O	14.798	-7.894	-6.485	0.057	0.095	0.591
O	5.36	3.011	22.322	-0.251	-0.203	0.247
O	-20.771	-6.611	-4.843	0.653	-0.302	0.335
O	-5.386	-5.407	-0.658	-0.077	0.277	-0.259
O	-22.939	-3.657	25.67	-0.531	0.027	-0.354
O	-6.768	-1.024	-5.792	0.348	0.303	-0.26
O	1.957	0.397	25.013	-0.324	0.278	-0.009
O	24.119	2.751	24.665	0.292	-0.049	-0.295
O	31.311	-4.875	-0.851	-0.185	-0.459	-0.14
O	25.707	7.395	-1.137	0.437	0.085	-0.333
O	20.447	6.228	23.201	-0.483	-0.023	0.156
O	-14.89	-3.672	-2.737	-0.323	0.258	-0.294
O	-28.899	4.282	-5.983	0.132	-0.415	-0.408
O	8.557	-4.525	-6.494	-0.025	0.665	-0.061
O	-30.261	2.29	24.696	-0.322	-0.487	0.185
O	27.301	2.681	-3.212	-0.396	0.217	-0.467
O	-5.502	0.08	-0.344	-0.068	-0.052	-0.471
O	12.148	-1.078	-5.975	0.049	0.391	-0.378
O	13.267	0.57	25.281	-0.395	-0.508	0.082
O	2.197	-5.766	22.129	-0.256	-0.236	0.365
O	-9.283	-1.492	-6.121	-0.035	-0.118	0.039
O	-5.373	5.386	-0.495	-0.076	0.139	-0.009
O	-30.016	1.102	-3.71	0.028	-0.539	0.024
O	31.017	-7.368	24.376	-0.164	0.655	-0.46
O	-24.644	-5.518	-5.397	0.248	0.386	-0.236
O	-31.711	-3.866	-1.677	0.468	0.185	0.548
O	10.11	5	-5.38	0.047	0.238	0.16
O	-12.02	-7.172	-1.728	-0.009	0.179	0.016
O	3.708	-6.699	-2.859	-0.156	0.213	0.203
O	-27.699	-4.246	-3.903	0.148	-0.423	0.29
O	-16.307	2.452	25.273	0.181	0.617	0.285
O	14.404	1.352	-6.554	0.171	-0.041	-0.515
O	-16.368	-0.785	-0.908	-0.188	-0.226	0.064
O	21.936	-8.031	-4.017	-0.052	0.374	-0.019
O	8.318	-7.068	-5.931	-0.187	-0.586	0.074
O	-20.049	-6.446	23.032	0.189	0.017	0.293
O	-10.567	-2.991	-4.287	0.016	0.41	0.645
O	-19.238	7.322	25.472	0.297	-0.214	-0.404
O	-31.638	-5.287	-6.502	-0.172	-0.092	0.625
O	-9.998	6.961	24.632	0.448	-0.395	0.173
O	2.37	7.389	-3.445	-0.748	-0.059	0.064
O	-8.512	0.994	-6.017	-0.203	-0.043	-0.122
O	-12.434	7.786	25.422	0.076	0.236	-0.048
O	-28.581	-1.201	24.626	0.298	0.452	0.013
O	-16.823	6.499	22.71	0.39	-0.353	-0.154
O	8.294	1.778	-5.736	0.506	-0.056	-0.351
O	-30.132	-7.33	-5.938	0.513	-0.448	-0.12
O	11.584	3.607	-3.818	0.451	0.07	0.295
O	-13.395	7.952	-3.597	0.059	-0.623	-0.519
O	0.05	-2.394	-3.936	0.334	-0.29	0.027
O	-19.28	-0.554	25.494	0.341	-0.092	-0.471
O	3.771	-6.104	-5.437	0.029	-0.245	-0.173
O	15.341	-1.078	-6.368	-0.005	0.147	-0.566
O	24.113	-6.438	25.691	-0.192	0.219	-0.009
O	-9.635	-7.358	22.98	-0.631	-0.008	0.104
O	-18.413	-7.905	-3.418	0.009	0.343	-0.143
O	15.601	-4.872	-0.483	0.685	-0.163	0.171
O	24.631	-3.845	22.99	-0.642	-0.205	-0.072
O	-1.846	6.914	-5.794	0.444	-0.117	-0.125
O	2.054	-7.253	-6.969	0.417	-0.317	0.153
O	-5	7.938	-5.117	-0.373	0.197	0.242
O	17.705	6.139	25.436	-0.041	0.266	0.152
O	-13.97	-7.32	-5.93	0.158	-0.568	-0.215
O	13.756	-5.613	25.221	-0.191	-0.028	-0.068
O	-31.581	4.6	-6.154	-0.256	-0.361	-0.075
O	7.683	1.007	25.449	-0.227	-0.229	0.232
O	17.442	3.489	25.788	-0.119	0.062	0.377
O	20.016	0.26	26.037	-0.324	0.462	0.038
O	13.157	-4.834	-4.846	-0.088	-0.45	0.245
O	-2.377	1.278	-6.167	-0.116	0.465	-0.066
O	-4.03	-3.698	-6.186	0.235	-0.24	-0.516
O	-0.342	-7.342	-5.684	0.17	0.371	0.388
O	-12.536	4.335	-5.951	0.581	0.004	0.015
O	17.721	-7.42	-3.688	-0.811	0.066	-0.014

Results
total energy: -406615.969 eV
total energy less fixed offsets of O -438.25, Si -107.07 eV per atom: -3.169 eV
